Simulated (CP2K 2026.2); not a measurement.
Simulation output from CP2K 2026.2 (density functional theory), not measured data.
Periodic cell of 1182 atoms, Si850O332, from a study of silicon, its oxide and their interface. The atomic structure is a simulated model.
Doubt: the forces sum to 1.52 eV/angstrom along one axis rather than to zero, so they err by at least 0.0013 eV/angstrom per atom on average; the grid cutoff is modest.
This geometry differs little from another in the collection (a relaxation step or a small displacement).

Settings
functional: PBE
method: Gaussian and plane waves
basis set: DZVP-MOLOPT-SR-GTH
pseudopotentials: GTH-PBE
grid cutoff: 350 Ry, relative cutoff 50 Ry
k points: Gamma only
occupations: fixed
spin: none
net charge: 0

Cell vectors (angstrom)
a, 16.4025, 0, 0
b, 0, 32.805, 0
c, 0, 0, 40.156

Atoms: element, x, y, z (angstrom)
Si, 16.1962, 0.0905, 0.0818
Si, 2.9519, 2.8194, 40.0818
Si, 0.5963, 4.9644, 0.1781
Si, 2.7156, 8.4027, 0.0884
Si, 0.4372, 10.5305, 0.0566
Si, 2.724, 13.7449, 0.3557
Si, 15.6204, 17.064, 0.3089
Si, 2.3371, 19.2546, 39.9743
Si, 0.1216, 21.4398, 0.2057
Si, 2.9686, 23.6895, 39.8006
Si, 16.2515, 27.5393, 39.8244
Si, 3.2195, 29.9858, 0.1443
Si, 5.9793, 32.7291, 0.0809
Si, 7.6772, 2.4988, 39.9233
Si, 5.6407, 5.004, 0.0161
Si, 7.8962, 8.5131, 40.029
Si, 5.4876, 10.6865, 0.166
Si, 7.7046, 13.9007, 0.6546
Si, 5.5329, 15.9525, 0.211
Si, 8.5052, 18.3712, 0.3439
Si, 5.3826, 21.6573, 40.1303
Si, 8.1771, 24.6858, 39.7477
Si, 5.2777, 28.7709, 40.0292
Si, 12.0971, 31.6316, 38.3517
Si, 10.8678, 32.4584, 40.1401
Si, 14.0356, 2.3526, 39.9617
Si, 11.0585, 5.5444, 40.0443
Si, 13.2834, 8.4802, 40.0818
Si, 10.967, 10.7134, 0.338
Si, 12.9585, 13.3571, 39.4929
Si, 10.1802, 16.6746, 0.2875
Si, 13.8057, 18.7325, 0.3463
Si, 11.8196, 20.9417, 39.4321
Si, 14.4131, 23.7306, 39.7458
Si, 10.7293, 27.4427, 39.7546
Si, 13.9975, 29.8043, 40.0075
Si, 1.5792, 1.2513, 1.2299
Si, 4.237, 3.9763, 1.5504
Si, 1.558, 6.7141, 1.4294
Si, 4.0758, 9.5078, 1.6296
Si, 1.4298, 12.1183, 1.4905
Si, 4.0808, 14.9555, 1.7587
Si, 1.2, 17.813, 1.4126
Si, 3.9686, 20.3464, 1.2894
Si, 1.4521, 22.9867, 1.3189
Si, 4.2229, 26.086, 1.195
Si, 1.4842, 28.7175, 1.1075
Si, 4.3717, 31.5139, 1.4183
Si, 6.9387, 1.302, 1.6797
Si, 9.8298, 4.0785, 1.2708
Si, 6.9227, 6.6857, 1.1983
Si, 9.3775, 9.4674, 1.5024
Si, 6.5394, 12.2192, 1.7172
Si, 9.3187, 15.1072, 1.8103
Si, 6.6672, 17.5641, 1.5302
Si, 9.5368, 20.1569, 1.4276
Si, 7.0331, 23.0529, 1.0163
Si, 9.3767, 26.1465, 1.0467
Si, 7.2718, 29.3543, 1.2431
Si, 9.36, 31.0892, 1.3484
Si, 12.3315, 1.2055, 1.1798
Si, 15.141, 3.9528, 1.2595
Si, 12.2731, 6.9046, 1.3735
Si, 15.1022, 9.4371, 1.2664
Si, 12.1451, 12.3894, 1.4079
Si, 14.8254, 15.0566, 1.3129
Si, 12.094, 17.5739, 1.4553
Si, 15.0047, 20.2853, 1.5749
Si, 12.4466, 22.9142, 0.7571
Si, 15.1471, 25.7738, 0.8948
Si, 12.3292, 28.5789, 1.0506
Si, 15.028, 31.3388, 1.3813
Si, 0.1298, 2.605, 2.6711
Si, 2.8624, 32.7812, 2.7207
Si, 0.0158, 8.0377, 2.7267
Si, 2.8579, 5.3824, 2.8481
Si, 16.287, 13.5957, 2.6265
Si, 2.7135, 10.8376, 2.97
Si, 16.3967, 19.0862, 2.9582
Si, 2.6053, 16.4215, 2.8085
Si, 0.0914, 24.5874, 2.4659
Si, 2.78, 21.7586, 2.7494
Si, 0.1011, 29.9995, 2.599
Si, 2.772, 27.3446, 2.5712
Si, 5.5469, 2.6547, 2.9388
Si, 8.3831, 32.6946, 2.8324
Si, 5.5211, 8.013, 2.7583
Si, 8.3176, 5.3733, 2.6602
Si, 5.3103, 13.5656, 3.1368
Si, 8.0785, 10.8617, 2.903
Si, 5.3229, 19.0594, 2.7236
Si, 7.9699, 16.4008, 3.1262
Si, 5.6212, 24.5401, 2.421
Si, 8.2614, 21.778, 2.5551
Si, 5.7003, 30.1843, 2.8038
Si, 8.1499, 27.4774, 2.5462
Si, 11.1064, 2.6483, 2.6434
Si, 13.6589, 32.7119, 2.6752
Si, 10.8775, 8.1429, 2.8066
Si, 13.7322, 5.4082, 2.6153
Si, 10.8046, 13.649, 2.8951
Si, 13.6916, 10.9365, 2.6422
Si, 10.9259, 19.0191, 2.9104
Si, 13.4672, 16.2398, 2.8338
Si, 10.9148, 24.5358, 2.2154
Si, 13.6009, 21.8329, 2.5887
Si, 11.0004, 29.9193, 2.5978
Si, 13.6937, 27.1333, 2.3817
Si, 1.3979, 4.0225, 4.1209
Si, 4.1165, 1.3145, 4.2068
Si, 1.3021, 9.4317, 4.1792
Si, 4.1719, 6.7499, 4.2219
Si, 1.2261, 14.9809, 4.1078
Si, 3.9759, 12.1788, 4.4089
Si, 1.3877, 20.5001, 4.2048
Si, 4.0069, 17.7462, 4.1946
Si, 1.4161, 25.9488, 3.9298
Si, 4.2043, 23.2425, 3.9442
Si, 1.4336, 31.3897, 4.0102
Si, 4.1846, 28.7095, 3.9674
Si, 6.9442, 4.0863, 4.1511
Si, 9.7292, 1.3398, 4.0832
Si, 6.7822, 9.4218, 4.2213
Si, 9.5718, 6.7327, 4.1544
Si, 6.7116, 14.9398, 4.4174
Si, 9.495, 12.2187, 4.2322
Si, 6.8059, 20.4809, 3.9885
Si, 9.5052, 17.7451, 4.305
Si, 6.8526, 25.9752, 3.8882
Si, 9.6307, 23.2369, 3.8378
Si, 6.964, 31.4807, 4.2538
Si, 9.6334, 28.6109, 4.0018
Si, 12.4053, 4.0381, 4.0332
Si, 15.0862, 1.2742, 4.0287
Si, 12.3062, 9.565, 4.0809
Si, 15.0374, 6.721, 4.0877
Si, 12.1942, 14.9401, 4.2875
Si, 15.0063, 12.252, 4.1192
Si, 12.3034, 20.5007, 4.1112
Si, 14.925, 17.6635, 4.1551
Si, 12.285, 25.8201, 3.7831
Si, 15.0564, 23.24, 3.8962
Si, 12.3084, 31.3241, 4.0161
Si, 15.0568, 28.5694, 3.8578
Si, 16.3973, 32.7972, 16.4318
Si, 2.7169, 2.6986, 16.4334
Si, 16.3692, 5.4187, 16.448
Si, 2.719, 8.1732, 16.435
Si, 16.3677, 10.9198, 16.4117
Si, 2.7162, 13.6872, 16.39
Si, 16.3767, 16.4426, 16.375
Si, 2.7149, 19.1992, 16.3395
Si, 16.3987, 21.9736, 16.3224
Si, 2.7405, 24.7072, 16.3492
Si, 0.0122, 27.4173, 16.3784
Si, 2.7392, 30.1045, 16.4193
Si, 5.4727, 32.8026, 16.4365
Si, 8.2006, 2.7064, 16.455
Si, 5.4687, 5.436, 16.4451
Si, 8.2087, 8.1844, 16.4379
Si, 5.4565, 10.9294, 16.4125
Si, 8.1847, 13.6755, 16.3703
Si, 5.4579, 16.4426, 16.3522
Si, 8.1948, 19.1939, 16.3546
Si, 5.4562, 21.9466, 16.3419
Si, 8.2044, 24.6882, 16.3656
Si, 5.4758, 27.422, 16.3887
Si, 8.2123, 30.1186, 16.4158
Si, 10.9309, 0.0064, 16.4468
Si, 13.6421, 2.6955, 16.4556
Si, 10.9243, 5.4292, 16.4497
Si, 13.6436, 8.161, 16.4313
Si, 10.9271, 10.9298, 16.4092
Si, 13.6419, 13.6802, 16.4032
Si, 10.9108, 16.435, 16.3618
Si, 13.6552, 19.2084, 16.342
Si, 10.9373, 21.959, 16.3555
Si, 13.6829, 24.7027, 16.3643
Si, 10.9537, 27.42, 16.3789
Si, 13.6774, 30.1146, 16.4098
Si, 1.3424, 1.353, 17.8184
Si, 4.0823, 4.0666, 17.7942
Si, 1.3357, 6.8039, 17.7903
Si, 4.0877, 9.566, 17.7836
Si, 1.3319, 12.3182, 17.7435
Si, 4.0984, 15.0784, 17.7243
Si, 1.3461, 17.8395, 17.708
Si, 4.0748, 20.5852, 17.6896
Si, 1.3466, 23.3587, 17.6836
Si, 4.0799, 26.0849, 17.7385
Si, 1.3478, 28.7736, 17.7917
Si, 4.0964, 31.4593, 17.815
Si, 6.8338, 1.3474, 17.8337
Si, 9.5616, 4.0731, 17.8345
Si, 6.8461, 6.8139, 17.8064
Si, 9.582, 9.5672, 17.7959
Si, 6.8375, 12.3104, 17.7537
Si, 9.5483, 15.0528, 17.7207
Si, 6.8318, 17.8101, 17.7082
Si, 9.5591, 20.5889, 17.7007
Si, 6.8108, 23.328, 17.7065
Si, 9.5719, 26.0718, 17.7246
Si, 6.8293, 28.7829, 17.783
Si, 9.5537, 31.4749, 17.8268
Si, 12.2761, 1.3546, 17.8578
Si, 14.9856, 4.0682, 17.8324
Si, 12.2827, 6.8031, 17.8175
Si, 14.9936, 9.5539, 17.7814
Si, 12.2794, 12.3086, 17.7795
Si, 15.0092, 15.0732, 17.7479
Si, 12.2814, 17.8334, 17.6908
Si, 15.0234, 20.615, 17.6666
Si, 12.2999, 23.3492, 17.7145
Si, 15.0361, 26.0851, 17.7438
Si, 12.2979, 28.7835, 17.7798
Si, 15.0262, 31.4594, 17.8186
Si, 16.3488, 2.6932, 19.1928
Si, 2.7135, 32.8043, 19.1951
Si, 16.3487, 8.1723, 19.1362
Si, 2.7024, 5.4304, 19.1458
Si, 16.3714, 13.6899, 19.1105
Si, 2.6887, 10.9517, 19.1069
Si, 16.3839, 19.2625, 19.0218
Si, 2.7177, 16.4618, 19.0623
Si, 0.0329, 24.7449, 19.0843
Si, 2.6984, 21.9819, 19.0213
Si, 16.3938, 30.1186, 19.2076
Si, 2.7342, 27.4388, 19.1556
Si, 5.4436, 2.7129, 19.1764
Si, 8.1917, 0.0045, 19.2479
Si, 5.4803, 8.209, 19.1454
Si, 8.2196, 5.4676, 19.1998
Si, 5.4771, 13.7133, 19.0851
Si, 8.2206, 10.9637, 19.1368
Si, 5.4553, 19.2084, 19.025
Si, 8.1936, 16.4295, 19.0771
Si, 5.4496, 24.7109, 19.0668
Si, 8.1974, 21.9746, 19.053
Si, 5.4864, 30.1362, 19.2008
Si, 8.2201, 27.4253, 19.1143
Si, 10.8916, 2.7093, 19.2455
Si, 13.6573, 32.7969, 19.2218
Si, 10.9555, 8.2108, 19.1808
Si, 13.5986, 5.4164, 19.2167
Si, 10.8999, 13.6998, 19.1147
Si, 13.6366, 10.9293, 19.158
Si, 10.9331, 19.2187, 19.0461
Si, 13.6352, 16.4805, 19.0705
Si, 10.9617, 24.7466, 19.0864
Si, 13.6907, 21.9908, 19.0476
Si, 10.9428, 30.1333, 19.1843
Si, 13.6956, 27.4574, 19.1417
Si, 1.3208, 4.0707, 20.5172
Si, 4.0925, 1.3448, 20.5651
Si, 1.2945, 9.5839, 20.4621
Si, 4.0772, 6.8306, 20.464
Si, 1.3552, 15.0883, 20.4285
Si, 4.0708, 12.3633, 20.4116
Si, 1.3221, 20.6518, 20.39
Si, 4.0899, 17.857, 20.3965
Si, 1.3648, 26.0862, 20.5299
Si, 4.0186, 23.3768, 20.3809
Si, 1.3429, 31.4769, 20.6051
Si, 4.086, 28.8016, 20.552
Si, 6.8071, 4.0976, 20.5215
Si, 9.535, 1.3599, 20.663
Si, 6.8751, 9.5856, 20.4985
Si, 9.6021, 6.8591, 20.5651
Si, 6.8526, 15.0601, 20.4754
Si, 9.5708, 12.3362, 20.5305
Si, 6.8114, 20.5913, 20.3731
Si, 9.5764, 17.8209, 20.3923
Si, 6.8344, 26.0555, 20.4338
Si, 9.5482, 23.3949, 20.3953
Si, 6.8252, 31.4687, 20.6579
Si, 9.5716, 28.7697, 20.524
Si, 12.2312, 4.0714, 20.6482
Si, 14.9948, 1.3512, 20.6211
Si, 12.3061, 9.5721, 20.5883
Si, 14.9861, 6.8068, 20.5248
Si, 12.2525, 15.1152, 20.433
Si, 15.0051, 12.319, 20.4962
Si, 12.3123, 20.6147, 20.3775
Si, 14.9913, 17.9273, 20.3668
Si, 12.3303, 26.106, 20.4864
Si, 15.0468, 23.3924, 20.4012
Si, 12.302, 31.4484, 20.6181
Si, 15.0184, 28.789, 20.6025
Si, 16.3544, 32.7971, 22.0265
Si, 2.6817, 2.7049, 21.8719
Si, 16.2941, 5.3766, 21.8694
Si, 2.657, 8.1803, 21.7595
Si, 16.334, 10.9105, 21.8874
Si, 2.7304, 13.7198, 21.8116
Si, 16.3875, 16.5715, 21.6535
Si, 2.7505, 19.3178, 21.694
Si, 16.3802, 22.0487, 21.7799
Si, 2.7037, 24.6733, 21.8793
Si, 0.028, 27.455, 21.9512
Si, 2.7749, 30.1972, 21.9848
Si, 5.4368, 0.0541, 22.0565
Si, 8.0666, 2.7247, 21.9791
Si, 5.4809, 5.5336, 21.8381
Si, 8.2859, 8.2856, 21.9243
Si, 5.4489, 10.9979, 21.731
Si, 8.2355, 13.7323, 21.9119
Si, 5.4281, 16.4444, 21.7669
Si, 8.1749, 19.1788, 21.6853
Si, 5.4325, 22.0322, 21.6466
Si, 8.2118, 24.7398, 21.8117
Si, 5.4472, 27.3563, 21.8238
Si, 8.2099, 30.0352, 21.9862
Si, 10.9469, 32.7898, 22.0331
Si, 13.5614, 2.6438, 22.0226
Si, 10.8935, 5.499, 22.0173
Si, 13.7091, 8.189, 21.9688
Si, 10.9422, 10.9925, 21.9393
Si, 13.6031, 13.7369, 21.7776
Si, 10.9515, 16.5273, 21.8358
Si, 13.644, 19.279, 21.7855
Si, 11.0062, 22.084, 21.6596
Si, 13.7794, 24.801, 21.81
Si, 10.992, 27.4715, 21.8847
Si, 13.6355, 30.0923, 22.054
Si, 1.3556, 1.387, 23.3627
Si, 4.0924, 4.114, 23.1185
Si, 1.2377, 6.8354, 23.1238
Si, 4.07, 9.5853, 23.0112
Si, 1.3073, 12.3574, 23.1252
Si, 4.059, 15.1476, 23.2007
Si, 1.3714, 17.9486, 22.9848
Si, 4.0676, 20.7673, 23.0403
Si, 1.2696, 23.361, 23.275
Si, 4.1475, 25.9913, 23.2372
Si, 1.3993, 28.8453, 23.3111
Si, 4.0665, 31.5658, 23.4982
Si, 6.7788, 1.3891, 23.5025
Si, 9.2992, 4.2284, 23.2889
Si, 6.8564, 6.9331, 23.2159
Si, 9.6775, 9.5985, 23.3886
Si, 6.7551, 12.338, 23.1892
Si, 9.6735, 15.1503, 23.284
Si, 6.8102, 17.8155, 23.0848
Si, 9.5875, 20.6671, 22.8324
Si, 6.7193, 23.3827, 23.0594
Si, 9.5975, 26.1239, 23.1885
Si, 6.7659, 28.6316, 23.2844
Si, 9.6528, 31.3325, 23.3768
Si, 12.1866, 1.359, 23.5344
Si, 14.9693, 4.0062, 23.326
Si, 12.4409, 6.7756, 23.399
Si, 15.0432, 9.5474, 23.4158
Si, 12.3421, 12.3788, 23.2714
Si, 14.8949, 15.3098, 22.9366
Si, 12.3227, 17.9204, 23.2334
Si, 14.924, 20.7771, 23.0998
Si, 12.3342, 23.4812, 23.0786
Si, 15.1232, 26.0515, 23.3517
Si, 12.3095, 28.682, 23.4772
Si, 14.9329, 31.4998, 23.4857
Si, 16.3329, 2.6934, 24.7053
Si, 2.7381, 0.3052, 25.0021
Si, 0.0341, 8.0455, 24.7757
Si, 2.6565, 5.4702, 24.3062
Si, 16.3092, 14.0005, 24.1371
Si, 2.6528, 10.7944, 24.411
Si, 16.389, 19.3827, 24.2022
Si, 2.7015, 16.67, 24.4566
Si, 16.3678, 24.655, 24.8428
Si, 2.701, 22.0334, 24.5788
Si, 0.1936, 30.3193, 24.7534
Si, 2.7025, 27.3019, 24.5229
Si, 5.328, 2.9892, 24.7483
Si, 8.2497, 32.6387, 24.6778
Si, 5.4262, 8.3126, 24.421
Si, 8.0149, 5.6425, 24.8027
Si, 5.3947, 13.7443, 24.6253
Si, 8.057, 10.917, 24.6265
Si, 5.4826, 19.3874, 24.2415
Si, 8.1691, 16.4815, 24.5758
Si, 5.4986, 24.6221, 24.6903
Si, 8.2056, 21.9862, 24.1035
Si, 5.4384, 29.9995, 24.6809
Si, 8.1699, 27.2745, 24.6346
Si, 10.5628, 2.8275, 24.5859
Si, 13.5971, 0.0309, 25.0552
Si, 11.1973, 8.2293, 24.7379
Si, 13.815, 5.3455, 24.8558
Si, 11.1371, 13.8258, 24.7204
Si, 13.7061, 11.0773, 24.7279
Si, 10.9022, 19.4962, 24.3387
Si, 13.7235, 16.5013, 24.6384
Si, 11.0247, 24.815, 24.4775
Si, 13.5828, 22.1849, 24.5619
Si, 10.9836, 30.0045, 24.9561
Si, 13.7604, 27.2937, 24.7935
Si, 1.3689, 4.2008, 25.7644
Si, 3.722, 2.256, 26.3451
Si, 1.8291, 9.0464, 25.9593
Si, 3.9836, 6.9084, 25.5365
Si, 1.0794, 15.3646, 25.6421
Si, 4.1375, 11.981, 25.7549
Si, 1.4853, 20.3372, 25.7388
Si, 3.9267, 18.3483, 25.6173
Si, 1.6581, 25.849, 26.0618
Si, 3.8305, 23.566, 26.0255
Si, 1.047, 31.9992, 26.1762
Si, 3.9354, 28.6464, 25.921
Si, 6.1244, 4.7766, 26.1518
Si, 9.454, 1.3417, 25.9763
Si, 6.3954, 9.8154, 26.0101
Si, 9.7625, 6.7999, 25.9238
Si, 7.2075, 14.6679, 25.8467
Si, 8.5975, 12.7596, 25.9957
Si, 7.1488, 20.487, 25.5211
Si, 9.3516, 18.2746, 25.563
Si, 7.3727, 25.4605, 25.9821
Si, 9.5245, 23.3437, 25.3995
Si, 7.1204, 31.0546, 25.9576
Si, 9.2401, 28.7913, 26.086
Si, 11.3829, 4.1692, 26.2843
Si, 15.2092, 1.3303, 26.35
Si, 12.2707, 9.8734, 26.3707
Si, 15.493, 6.289, 26.219
Si, 12.7946, 14.7212, 26.1412
Si, 15.1808, 12.7402, 25.7001
Si, 11.7125, 21.3149, 25.7631
Si, 14.9936, 18.2163, 25.6365
Si, 12.586, 25.7482, 26.0937
Si, 14.7466, 23.4675, 26.2721
Si, 12.6705, 31.0403, 26.4398
Si, 14.8236, 28.5887, 26.4972
Si, 5.3351, 31.3413, 28.2496
Si, 2.4515, 30.9166, 27.6175
Si, 14.1049, 1.765, 31.9772
Si, 1.6495, 12.8818, 26.9614
Si, 8.0302, 18.8685, 29.6286
Si, 15.9024, 21.2097, 28.1866
Si, 13.3398, 18.6333, 34.7401
Si, 0.2333, 27.2223, 28.5782
Si, 4.6175, 26.3614, 33.197
Si, 4.939, 28.2102, 28.5824
Si, 5.6464, 3.1046, 28.6763
Si, 0.158, 7.5355, 30.9445
Si, 7.2624, 9.3571, 29.0651
Si, 7.2922, 13.53, 28.5111
Si, 1.9513, 10.6164, 33.4852
Si, 5.149, 17.2746, 33.3401
Si, 6.7727, 23.1426, 30.2966
Si, 6.9456, 26.0385, 29.0893
Si, 11.008, 27.5992, 28.2511
Si, 13.9035, 2.8125, 28.99
Si, 10.971, 2.6117, 27.982
Si, 14.4003, 6.0298, 29.1651
Si, 10.0145, 8.9366, 28.0413
Si, 14.018, 10.3686, 29.1121
Si, 9.3812, 14.2273, 30.8532
Si, 12.9499, 13.3513, 33.6977
Si, 13.2377, 19.7668, 27.6447
Si, 12.8682, 29.576, 31.8926
Si, 16.3611, 25.4341, 30.8675
Si, 5.6717, 3.365, 33.7919
Si, 0.3961, 4.6542, 34.9021
Si, 1.6602, 5.2285, 32.2823
Si, 0.779, 9.7788, 28.9258
Si, 16.1169, 13.8094, 36.6774
Si, 0.8797, 16.464, 33.7616
Si, 2.8564, 17.0553, 29.4302
Si, 9.5127, 19.3102, 32.0355
Si, 5.4229, 21.7036, 27.9169
Si, 3.0763, 24.5462, 37.0483
Si, 6.0863, 27.3395, 35.7388
Si, 3.1249, 1.7768, 33.6887
Si, 8.3112, 1.7535, 28.6131
Si, 2.0176, 14.3679, 29.5167
Si, 8.2165, 7.1188, 33.6474
Si, 8.5384, 11.2475, 35.0191
Si, 9.9365, 13.479, 33.6554
Si, 10.7021, 18.1015, 28.2842
Si, 0.8032, 20.651, 31.1015
Si, 9.8693, 21.7049, 34.0614
Si, 9.7067, 26.3132, 30.6981
Si, 9.1232, 32.0515, 30.2965
Si, 12.7496, 32.0652, 33.3476
Si, 2.9815, 0.2602, 36.2155
Si, 10.013, 0.3757, 33.0515
Si, 11.7871, 30.5385, 29.2386
Si, 12.2553, 8.0471, 30.119
Si, 16.2837, 14.9175, 31.4598
Si, 11.6741, 15.4037, 29.125
Si, 0.0939, 17.0814, 28.0308
Si, 14.7918, 20.5366, 32.8705
Si, 0.0337, 23.0615, 32.503
Si, 14.9174, 27.4375, 32.8561
Si, 0.4363, 2.7427, 32.7979
Si, 1.474, 31.546, 38.118
Si, 1.005, 5.8537, 37.4388
Si, 6.3513, 31.278, 30.9477
Si, 14.5023, 12.322, 31.2589
Si, 2.6583, 11.6887, 30.605
Si, 14.2171, 16.7212, 30.318
Si, 3.377, 15.7819, 35.2794
Si, 11.5081, 27.1079, 35.7195
Si, 2.5907, 18.295, 32.0474
Si, 5.7678, 30.8352, 34.7009
Si, 1.8047, 25.4059, 32.9572
Si, 5.6621, 0.498, 33.228
Si, 10.2088, 29.3688, 37.2881
Si, 6.1808, 11.8661, 33.3569
Si, 4.6861, 4.7659, 31.2334
Si, 5.738, 11.8393, 30.343
Si, 6.0391, 7.9698, 35.8105
Si, 5.112, 18.8612, 28.3051
Si, 7.9064, 16.8645, 31.757
Si, 6.4167, 24.2252, 32.8415
Si, 7.0445, 19.8298, 38.0969
Si, 2.3745, 30.1025, 35.9006
Si, 4.2838, 29.376, 32.2697
Si, 12.1986, 0.6654, 35.9621
Si, 8.9863, 0.8125, 35.7369
Si, 4.5096, 9.2656, 33.3582
Si, 14.8273, 6.25, 36.2455
Si, 8.6465, 15.4856, 35.6582
Si, 10.9778, 8.2459, 33.0789
Si, 13.1488, 23.5703, 36.9149
Si, 14.9462, 11.4495, 37.9896
Si, 14.2221, 25.8306, 35.4724
Si, 9.1853, 23.69, 31.8987
Si, 10.6447, 25.1498, 37.7736
Si, 15.4902, 9.7766, 32.9338
Si, 6.0835, 7.5097, 31.295
Si, 2.4504, 12.8534, 35.6861
Si, 4.0614, 6.7274, 37.9996
Si, 12.5532, 18.9745, 31.9016
Si, 4.2334, 12.4812, 38.034
Si, 0.9355, 15.4443, 38.861
Si, 3.5056, 16.9975, 38.0551
Si, 2.301, 29.119, 29.99
Si, 5.3347, 23.1304, 35.6478
Si, 4.931, 1.9319, 37.8799
Si, 0.5833, 26.4513, 36.8702
Si, 7.3763, 3.4038, 36.2572
Si, 8.2593, 0.5401, 38.6648
Si, 8.0225, 9.65, 37.3313
Si, 10.5917, 5.6731, 34.4484
Si, 6.5344, 13.3335, 35.95
Si, 9.1802, 12.0942, 38.6367
Si, 7.0663, 18.2447, 35.5762
Si, 10.5467, 14.65, 37.8954
Si, 5.0289, 29.0358, 36.8815
Si, 10.4355, 28.1127, 33.0626
Si, 8.2499, 29.2405, 34.9364
Si, 9.9776, 4.9849, 37.3203
Si, 11.9724, 2.7822, 33.8982
Si, 12.8332, 4.2833, 37.9999
Si, 13.6229, 8.8695, 36.9862
Si, 12.8432, 10.2619, 34.5258
Si, 7.4344, 21.1117, 35.6103
Si, 14.5811, 15.8658, 34.9978
Si, 12.0029, 20.9575, 36.3588
Si, 5.9843, 25.1194, 37.6588
Si, 0.8628, 28.1513, 34.4259
O, 15.2079, 1.2432, 39.5683
O, 0.1626, 31.8636, 38.9911
O, 5.0408, 8.4397, 34.6344
O, 3.69, 2.7773, 38.5624
O, 13.241, 8.1656, 38.4199
O, 13.5756, 2.9004, 38.454
O, 2.5607, 6.3319, 37.4532
O, 3.7642, 7.98, 39.0137
O, 12.96, 11.9083, 34.5014
O, 1.5631, 9.4384, 39.594
O, 3.5875, 13.5373, 39.1003
O, 16.2777, 11.3868, 38.9241
O, 13.621, 17.1386, 35.4004
O, 16.1927, 16.5955, 38.9673
O, 2.2107, 16.0303, 38.0767
O, 4.7281, 16.5193, 39.0347
O, 1.1648, 20.4001, 39.4836
O, 15.5597, 22.5039, 39.4878
O, 3.3158, 25.2362, 0.0988
O, 1.8962, 25.5297, 36.4717
O, 0.6592, 27.8297, 36.0038
O, 0.5085, 26.833, 38.4518
O, 3.1326, 31.5394, 35.6126
O, 2.6989, 30.9134, 39.0003
O, 5.4145, 1.0327, 39.1471
O, 7.3343, 32.157, 39.4208
O, 9.141, 3.1914, 0.0348
O, 8.4129, 2.3287, 35.5984
O, 4.7666, 5.5391, 38.8725
O, 6.5705, 3.7184, 39.6679
O, 8.4382, 4.3834, 37.0839
O, 8.4777, 8.4847, 38.4149
O, 5.1277, 7.0215, 36.7849
O, 6.5647, 9.5004, 39.9277
O, 8.6414, 12.8716, 39.9399
O, 6.7016, 14.8629, 39.8239
O, 3.9787, 16.736, 36.4858
O, 3.0191, 18.4847, 38.6167
O, 10.2496, 15.7326, 39.0686
O, 8.0938, 19.0997, 39.0731
O, 4.3672, 22.8348, 39.5302
O, 5.8479, 20.5971, 38.9108
O, 7.289, 30.3906, 34.2966
O, 4.3633, 25.4052, 37.641
O, 5.0717, 27.1766, 0.2673
O, 5.5399, 28.89, 38.4102
O, 8.7999, 29.5574, 36.458
O, 12.6643, 0.1012, 37.4312
O, 9.8358, 0.4723, 39.102
O, 13.3459, 30.5955, 38.6901
O, 12.932, 32.4304, 34.9211
O, 0.2818, 5.6582, 38.8744
O, 12.5164, 5.0173, 39.4328
O, 10.0219, 5.824, 38.7385
O, 13.8685, 5.2003, 37.0982
O, 11.3139, 3.9799, 37.3782
O, 10.5037, 11.2181, 38.9899
O, 12.1729, 9.6647, 0.014
O, 12.0696, 14.1092, 38.2782
O, 13.6726, 12.0099, 38.8467
O, 10.0457, 15.4611, 36.5338
O, 10.451, 20.5462, 0.0842
O, 14.0872, 14.4087, 40.0798
O, 13.0121, 19.7623, 39.4262
O, 11.3163, 20.9249, 37.8397
O, 7.8005, 20.9782, 37.1995
O, 11.6054, 23.907, 37.364
O, 14.0715, 24.0759, 38.1555
O, 7.3964, 27.8512, 34.8921
O, 6.7064, 25.1391, 39.1094
O, 15.1083, 28.7002, 39.3752
O, 2.4645, 3.3352, 26.7158
O, 0.3844, 5.2646, 26.627
O, 5.5431, 29.721, 28.391
O, 6.4392, 31.9106, 27.2026
O, 0.9564, 8.4685, 29.8779
O, 1.5393, 5.3467, 33.9284
O, 2.9907, 7.9158, 26.4392
O, 1.213, 9.5247, 27.3981
O, 2.1337, 14.1201, 26.0019
O, 4.1895, 17.9778, 29.3155
O, 3.0754, 12.0719, 27.0578
O, 5.3299, 11.0166, 26.3827
O, 5.9678, 23.1043, 31.7327
O, 2.6518, 19.2512, 26.2451
O, 3.1064, 15.4836, 28.9934
O, 4.9716, 18.0364, 26.8959
O, 1.2113, 26.7918, 27.3401
O, 2.7575, 24.7183, 26.6125
O, 6.2176, 22.005, 29.3073
O, 4.4656, 22.9238, 27.4211
O, 16.2249, 29.1381, 25.8747
O, 2.0016, 30.4867, 29.1433
O, 2.8296, 29.5621, 26.7432
O, 4.6872, 27.6691, 27.0554
O, 6.367, 4.2072, 27.6935
O, 4.9679, 5.9545, 26.4989
O, 8.1758, 1.8144, 26.9679
O, 4.5961, 2.1886, 27.7875
O, 6.7322, 9.206, 27.5262
O, 10.646, 5.5925, 26.6515
O, 9.2612, 7.7664, 27.178
O, 8.281, 13.8034, 29.7604
O, 10.227, 13.0293, 25.9197
O, 13.3155, 10.1613, 27.6507
O, 8.0848, 12.4267, 27.5684
O, 6.526, 21.3833, 26.7583
O, 8.1945, 19.3492, 26.1607
O, 10.3706, 17.6921, 26.7421
O, 6.9587, 14.8254, 27.5428
O, 7.068, 26.0455, 27.4797
O, 8.4791, 24.2414, 26.3501
O, 10.4465, 22.2906, 26.2998
O, 8.1575, 29.9432, 26.6643
O, 9.6199, 27.8698, 27.4263
O, 9.5518, 27.2134, 32.0462
O, 10.8414, 26.8422, 29.6798
O, 13.0025, 4.3909, 26.0008
O, 12.3009, 2.5513, 28.8955
O, 14.6762, 2.1444, 27.71
O, 16.3221, 0.2327, 26.8926
O, 11.2063, 8.2712, 28.9127
O, 10.729, 10.0678, 27.0619
O, 15.5725, 6.4794, 30.2047
O, 14.7454, 6.65, 27.6811
O, 11.9638, 15.0126, 27.563
O, 14.0991, 13.7246, 26.5472
O, 0.2078, 12.2005, 26.4829
O, 11.467, 13.9989, 33.7741
O, 12.3498, 21.0615, 27.2665
O, 13.6758, 19.0573, 26.2333
O, 13.9184, 14.5834, 34.1985
O, 11.9767, 26.6628, 27.3304
O, 13.5847, 24.5765, 26.7803
O, 15.3136, 22.6701, 27.6492
O, 1.1609, 22.0464, 31.8842
O, 12.2568, 31.5021, 28.0027
O, 14.4197, 26.3159, 33.933
O, 15.2894, 27.9293, 27.9496
O, 13.8262, 29.8785, 26.7331
O, 0.9723, 28.172, 29.7316
O, 3.8568, 31.7715, 27.7429
O, 0.1363, 3.1489, 34.3545
O, 5.5976, 32.0027, 29.7067
O, 8.8665, 0.1637, 34.2195
O, 4.3639, 0.9502, 36.7063
O, 6.2137, 12.4123, 31.8154
O, 0.9185, 13.4116, 35.6608
O, 0.5751, 20.8253, 27.0178
O, 4.5009, 20.3721, 28.163
O, 11.0365, 21.5803, 35.1803
O, 11.0113, 19.1121, 31.3518
O, 13.1266, 15.6261, 29.8247
O, 12.4368, 18.3187, 33.4028
O, 15.8848, 28.5148, 33.6321
O, 15.7583, 23.9643, 31.2906
O, 1.8368, 29.4713, 34.4742
O, 2.8095, 29.6038, 31.5116
O, 11.3493, 29.078, 32.145
O, 3.5496, 28.2531, 29.4154
O, 4.0989, 3.0233, 34.1731
O, 6.9023, 2.2291, 29.2787
O, 2.0108, 11.2947, 32.0248
O, 1.3217, 6.6751, 31.6686
O, 8.8865, 9.5423, 29.0337
O, 2.6904, 13.3294, 30.5705
O, 9.8438, 12.057, 34.472
O, 4.2172, 11.2492, 30.4308
O, 1.3006, 13.4626, 28.4122
O, 5.8931, 13.0062, 29.2037
O, 6.3947, 16.7302, 32.4052
O, 8.7799, 15.5167, 31.6429
O, 6.6511, 19.1312, 28.8033
O, 9.723, 20.2929, 33.2867
O, 8.3045, 26.3467, 29.906
O, 6.456, 24.5738, 29.5911
O, 12.8939, 30.3397, 30.4454
O, 9.3383, 0.2469, 31.5814
O, 13.4374, 0.3199, 32.3181
O, 9.6253, 2.7115, 28.9643
O, 10.7399, 1.1965, 27.0749
O, 14.2426, 2.0728, 30.3952
O, 11.6266, 9.6522, 33.6059
O, 13.0052, 6.6302, 29.7949
O, 6.7102, 10.6339, 29.8946
O, 9.3372, 8.3, 33.3037
O, 13.8729, 11.868, 29.8058
O, 13.3502, 9.2677, 30.1401
O, 9.5772, 13.1601, 32.0863
O, 13.3137, 12.9798, 32.1525
O, 15.075, 16.0078, 31.5138
O, 10.7717, 16.7583, 29.1879
O, 0.3705, 21.0853, 29.5797
O, 9.3835, 18.9546, 28.7306
O, 11.5903, 29.0798, 28.5553
O, 16.2101, 25.8032, 29.2993
O, 15.6375, 26.6098, 31.6941
O, 13.7834, 28.2553, 32.0526
O, 1.6796, 3.8283, 39.8028
O, 4.0816, 0.7293, 32.8677
O, 6.3707, 32.3934, 32.117
O, 0.5223, 4.1011, 31.8624
O, 1.923, 2.1003, 32.6589
O, 16.2668, 6.8667, 36.8126
O, 0.7904, 15.2223, 30.1566
O, 1.7204, 10.9777, 29.4939
O, 15.605, 10.1405, 28.9453
O, 0.8413, 15.1429, 32.7664
O, 4.2225, 16.04, 33.8914
O, 15.7362, 16.673, 34.182
O, 0.3652, 15.7321, 27.1274
O, 13.3391, 20.4229, 32.0709
O, 2.5892, 17.0349, 31.0287
O, 1.5161, 17.608, 28.6645
O, 13.5921, 24.332, 35.5321
O, 14.5992, 20.2241, 28.4294
O, 8.3706, 22.9223, 30.6779
O, 1.5392, 25.4823, 31.3385
O, 5.8731, 25.7017, 32.4099
O, 4.2917, 27.7667, 32.4688
O, 4.9806, 26.6305, 34.7587
O, 6.3973, 1.9376, 33.4111
O, 5.7233, 32.4555, 34.6134
O, 4.8519, 3.7677, 29.9531
O, 9.4955, 29.1007, 33.9233
O, 5.0927, 8.6227, 31.9806
O, 4.9448, 10.8259, 33.4592
O, 6.8229, 8.0603, 29.9567
O, 7.182, 7.0333, 32.4024
O, 7.3627, 7.3184, 35.0533
O, 7.5344, 10.9971, 33.7355
O, 10.8121, 14.3712, 30.0597
O, 8.9754, 14.6565, 34.2742
O, 7.6729, 19.6321, 34.9616
O, 4.1315, 18.3728, 32.6368
O, 8.8449, 17.9187, 32.6
O, 8.0439, 24.353, 32.8728
O, 14.6078, 19.5874, 34.218
O, 8.4135, 19.8492, 30.9134
O, 10.1498, 22.8015, 32.8751
O, 10.1257, 24.8121, 31.1925
O, 5.9007, 27.231, 29.4397
O, 4.6278, 30.108, 33.722
O, 13.38, 30.6034, 33.0542
O, 10.4363, 31.1851, 29.9027
O, 5.5341, 29.9108, 31.3378
O, 2.8834, 9.2709, 33.4506
O, 0.9594, 4.5484, 36.4358
O, 8.6476, 0.2229, 29.0873
O, 15.6707, 1.7049, 32.4244
O, 15.146, 10.9883, 31.916
O, 14.2702, 4.4042, 29.0888
O, 12.5721, 9.746, 36.0682
O, 11.4261, 8.0286, 31.521
O, 15.7241, 13.4067, 31.2451
O, 14.7876, 9.9511, 37.3707
O, 13.4634, 18.0304, 30.9243
O, 16.0222, 18.1576, 26.9286
O, 15.2576, 17.0389, 29.1021
O, 5.8481, 21.5787, 35.4606
O, 12.1825, 18.7949, 28.4493
O, 15.95, 19.9295, 31.8778
O, 15.2628, 22.1036, 33.1889
O, 0.856, 24.1387, 33.4793
O, 11.2953, 27.1596, 34.0914
O, 5.5907, 30.45, 36.2712
O, 11.1365, 31.9978, 33.0894
O, 15.745, 8.417, 32.063
O, 2.3942, 1.1656, 35.0055
O, 1.943, 0.1745, 37.4671
O, 15.3427, 5.4503, 34.8968
O, 14.2451, 9.6176, 33.9632
O, 4.8026, 11.2214, 38.9031
O, 5.6557, 4.3172, 32.4795
O, 0.4221, 10.1545, 33.8017
O, 1.5023, 14.8765, 0.1336
O, 2.4952, 11.721, 34.533
O, 3.0039, 12.0809, 37.0245
O, 15.2834, 15.1479, 36.2767
O, 1.4627, 17.8668, 33.1513
O, 5.4568, 13.1062, 37.1424
O, 1.8017, 16.1521, 35.0573
O, 1.4561, 26.8199, 33.6983
O, 11.3676, 26.1748, 38.8477
O, 7.7464, 17.3762, 30.2226
O, 0.3792, 14.1236, 38.1144
O, 15.6037, 25.7704, 36.3266
O, 2.3391, 23.7653, 38.2815
O, 3.4055, 25.2595, 33.1602
O, 3.7415, 23.4814, 35.9449
O, 1.1325, 30.488, 36.9063
O, 6.5336, 4.0771, 34.9965
O, 8.1844, 0.1947, 37.0264
O, 10.9013, 30.8124, 37.5564
O, 8.9346, 9.9477, 35.9521
O, 5.9435, 13.1166, 34.4083
O, 5.1694, 6.256, 30.8147
O, 3.1396, 4.7892, 31.7608
O, 3.4272, 14.16, 35.495
O, 7.703, 12.2207, 36.0131
O, 8.0271, 11.0417, 38.1888
O, 6.5541, 9.2281, 36.7245
O, 5.7865, 17.9366, 34.6565
O, 2.112, 19.6622, 31.2667
O, 7.2575, 14.7814, 36.215
O, 8.1991, 17.059, 35.4958
O, 5.7782, 23.8631, 34.2723
O, 6.209, 23.6768, 36.92
O, 6.5261, 18.627, 37.0851
O, 6.1857, 2.7623, 37.1955
O, 3.3996, 29.0439, 36.636
O, 12.5262, 19.4854, 35.8741
O, 11.2515, 28.583, 36.3231
O, 12.5594, 2.1558, 35.3176
O, 10.5747, 0.6972, 36.0475
O, 13.9874, 7.6129, 35.9987
O, 7.923, 30.9618, 30.6149
O, 11.3426, 4.2615, 34.1469
O, 10.333, 5.9359, 36.0412
O, 13.2014, 2.879, 32.8025
O, 10.7786, 1.8184, 33.282
O, 9.6536, 13.2953, 37.651
O, 11.5037, 6.9123, 33.8871
O, 9.1, 5.7297, 33.7447
O, 13.2699, 21.9891, 36.5307
O, 8.4639, 22.1037, 34.8213
O, 15.1558, 12.5107, 36.7657
O, 13.0665, 26.7989, 36.1098
O, 6.7208, 26.2603, 36.7767
O, 9.2637, 24.5438, 38.4481
O, 10.0063, 28.5191, 38.6839
O, 10.4526, 26.0304, 36.3833
Si, 0.0433, 32.7214, 5.4042
Si, 2.7392, 2.6853, 5.5253
Si, 0.0108, 5.3863, 5.4766
Si, 2.7319, 8.1131, 5.5328
Si, 16.3582, 10.8668, 5.5051
Si, 2.5968, 13.6587, 5.5765
Si, 16.3223, 16.3451, 5.533
Si, 2.7088, 19.1321, 5.5703
Si, 16.3668, 21.9186, 5.4071
Si, 2.7883, 24.5927, 5.3116
Si, 0.0167, 27.2826, 5.3123
Si, 2.7996, 30.0333, 5.3863
Si, 5.5186, 32.7954, 5.5502
Si, 8.3089, 2.6833, 5.46
Si, 5.5435, 5.3882, 5.5528
Si, 8.2112, 8.0998, 5.5492
Si, 5.436, 10.8032, 5.6176
Si, 8.1661, 13.5783, 5.6435
Si, 5.3509, 16.399, 5.6205
Si, 8.1185, 19.1879, 5.5135
Si, 5.4912, 21.8754, 5.39
Si, 8.2575, 24.6019, 5.2616
Si, 5.5037, 27.3013, 5.334
Si, 8.316, 29.9931, 5.4499
Si, 11.016, 32.7227, 5.4438
Si, 13.7462, 2.6665, 5.4224
Si, 11.0029, 5.3715, 5.4533
Si, 13.6661, 8.1441, 5.4355
Si, 10.9354, 10.8686, 5.5261
Si, 13.6458, 13.5868, 5.55
Si, 10.8768, 16.3583, 5.6235
Si, 13.6446, 19.1282, 5.4957
Si, 10.9039, 21.9108, 5.373
Si, 13.6651, 24.5769, 5.2844
Si, 11.0069, 27.211, 5.3006
Si, 13.7271, 29.9501, 5.3136
Si, 1.3612, 1.2929, 6.8307
Si, 4.1254, 4.042, 6.883
Si, 1.3578, 6.7478, 6.873
Si, 4.0556, 9.4644, 6.9527
Si, 1.2863, 12.2378, 6.9157
Si, 3.9938, 15.0031, 6.9457
Si, 1.3122, 17.743, 6.8775
Si, 4.118, 20.5435, 6.8271
Si, 1.3866, 23.2744, 6.7298
Si, 4.1205, 25.9638, 6.7179
Si, 1.3817, 28.6617, 6.7084
Si, 4.1252, 31.388, 6.8225
Si, 6.9093, 1.3616, 6.8593
Si, 9.6383, 4.0409, 6.8539
Si, 6.8595, 6.7619, 6.9327
Si, 9.5747, 9.4921, 6.8904
Si, 6.7893, 12.2037, 6.9618
Si, 9.5219, 14.9855, 6.9665
Si, 6.7746, 17.7957, 6.8972
Si, 9.5456, 20.5649, 6.7996
Si, 6.8824, 23.268, 6.7089
Si, 9.5974, 25.9333, 6.7047
Si, 6.8709, 28.6505, 6.7505
Si, 9.6351, 31.3865, 6.8199
Si, 12.3699, 1.3073, 6.7954
Si, 15.0543, 4.0319, 6.8402
Si, 12.3192, 6.7784, 6.8295
Si, 15.0018, 9.4942, 6.8626
Si, 12.2811, 12.2332, 6.9126
Si, 14.985, 14.9799, 6.9135
Si, 12.2749, 17.7778, 6.8886
Si, 15.0288, 20.5324, 6.805
Si, 12.3062, 23.2553, 6.7276
Si, 15.0289, 25.9449, 6.6897
Si, 12.3371, 28.6207, 6.696
Si, 15.0541, 31.3459, 6.7328
Si, 0.0111, 2.6682, 8.2068
Si, 2.7513, 32.7533, 8.1858
Si, 16.3889, 8.1354, 8.2256
Si, 2.741, 5.4023, 8.2405
Si, 16.3502, 13.6221, 8.2804
Si, 2.6872, 10.8795, 8.2654
Si, 16.3723, 19.1636, 8.1996
Si, 2.6625, 16.4029, 8.2811
Si, 0.0047, 24.6257, 8.1001
Si, 2.726, 21.9185, 8.1486
Si, 0.0313, 30.0207, 8.1162
Si, 2.7517, 27.3237, 8.1025
Si, 5.5091, 2.6907, 8.2314
Si, 8.2606, 32.7612, 8.1869
Si, 5.4635, 8.118, 8.2849
Si, 8.254, 5.3914, 8.2444
Si, 5.408, 13.6237, 8.2646
Si, 8.2029, 10.8513, 8.2777
Si, 5.4356, 19.1826, 8.2399
Si, 8.1483, 16.4097, 8.2527
Si, 5.4972, 24.617, 8.0975
Si, 8.1926, 21.929, 8.1608
Si, 5.5141, 30.021, 8.1479
Si, 8.2441, 27.2984, 8.1107
Si, 11.0013, 2.6634, 8.195
Si, 13.7213, 32.7293, 8.145
Si, 10.9537, 8.1253, 8.2324
Si, 13.686, 5.4124, 8.2007
Si, 10.924, 13.6178, 8.2782
Si, 13.654, 10.8619, 8.2561
Si, 10.8957, 19.1827, 8.1939
Si, 13.6368, 16.3964, 8.2471
Si, 10.9502, 24.6092, 8.1196
Si, 13.6494, 21.9031, 8.1444
Si, 11.0065, 29.9986, 8.129
Si, 13.6957, 27.3054, 8.1027
Si, 1.3653, 4.0368, 9.5893
Si, 4.1127, 1.3221, 9.5624
Si, 1.3313, 9.5055, 9.6202
Si, 4.0878, 6.7629, 9.6318
Si, 1.3136, 15.0124, 9.628
Si, 4.0549, 12.2532, 9.6285
Si, 1.3599, 20.5466, 9.5302
Si, 4.064, 17.7956, 9.589
Si, 1.3686, 25.9887, 9.4836
Si, 4.1141, 23.2824, 9.4985
Si, 1.3657, 31.395, 9.5257
Si, 4.1097, 28.6855, 9.4997
Si, 6.8595, 4.055, 9.6072
Si, 9.6085, 1.3256, 9.5631
Si, 6.8245, 9.4995, 9.637
Si, 9.5888, 6.7751, 9.6115
Si, 6.7869, 15.0199, 9.6014
Si, 9.5528, 12.2495, 9.6281
Si, 6.8324, 20.5629, 9.5519
Si, 9.5416, 17.7993, 9.5708
Si, 6.8508, 25.9767, 9.494
Si, 9.5759, 23.2797, 9.5189
Si, 6.8588, 31.4068, 9.5284
Si, 9.5941, 28.6795, 9.496
Si, 12.3253, 4.0513, 9.5766
Si, 15.0423, 1.3037, 9.5537
Si, 12.2913, 9.5005, 9.6176
Si, 15.0302, 6.7736, 9.5961
Si, 12.2808, 15.0219, 9.613
Si, 14.9965, 12.246, 9.6308
Si, 12.2858, 20.5474, 9.5377
Si, 15.013, 17.791, 9.577
Si, 12.3105, 25.9813, 9.4919
Si, 15.0358, 23.2741, 9.494
Si, 12.3346, 31.3911, 9.5159
Si, 15.0476, 28.6838, 9.4884
Si, 0.0161, 32.7638, 10.9182
Si, 2.7463, 2.683, 10.9478
Si, 0.0004, 5.41, 10.96
Si, 2.717, 8.1474, 10.9808
Si, 16.378, 10.8869, 10.9858
Si, 2.6972, 13.6461, 10.9774
Si, 16.365, 16.4183, 10.9583
Si, 2.7067, 19.1847, 10.9278
Si, 16.3932, 21.9197, 10.8862
Si, 2.7423, 24.6468, 10.8678
Si, 0.0161, 27.3523, 10.872
Si, 2.7536, 30.0558, 10.8867
Si, 5.4929, 32.77, 10.915
Si, 8.2339, 2.6838, 10.9476
Si, 5.4771, 5.4093, 10.9801
Si, 8.2077, 8.1358, 10.9812
Si, 5.447, 10.8887, 10.9766
Si, 8.174, 13.649, 10.9557
Si, 5.4304, 16.4155, 10.9474
Si, 8.1829, 19.1824, 10.9235
Si, 5.4606, 21.9301, 10.9029
Si, 8.2117, 24.6417, 10.8912
Si, 5.4874, 27.3459, 10.8735
Si, 8.2354, 30.0527, 10.8857
Si, 10.974, 32.7599, 10.9097
Si, 13.6862, 2.6797, 10.9343
Si, 10.9561, 5.4071, 10.9633
Si, 13.6677, 8.1403, 10.9748
Si, 10.9273, 10.8816, 10.9794
Si, 13.6442, 13.6474, 10.9742
Si, 10.908, 16.421, 10.9383
Si, 13.6442, 19.1774, 10.9174
Si, 10.9269, 21.919, 10.9025
Si, 13.6762, 24.6386, 10.8747
Si, 10.9566, 27.3448, 10.8833
Si, 13.701, 30.0502, 10.8897
Si, 1.3646, 1.3292, 12.307
Si, 4.0971, 4.0509, 12.3359
Si, 1.352, 6.7807, 12.3435
Si, 4.0818, 9.5243, 12.3454
Si, 1.3381, 12.273, 12.3409
Si, 4.071, 15.0379, 12.313
Si, 1.344, 17.805, 12.2911
Si, 4.0902, 20.5613, 12.2686
Si, 1.3643, 23.2958, 12.2436
Si, 4.1029, 26.0124, 12.2497
Si, 1.3688, 28.7219, 12.2567
Si, 4.104, 31.4265, 12.2754
Si, 6.8429, 1.335, 12.3039
Si, 9.5764, 4.0572, 12.3295
Si, 6.8328, 6.7833, 12.3488
Si, 9.5593, 9.5191, 12.3425
Si, 6.8135, 12.2764, 12.3249
Si, 9.5459, 15.0396, 12.2998
Si, 6.8141, 17.8021, 12.2817
Si, 9.5582, 20.5559, 12.2741
Si, 6.8335, 23.295, 12.2659
Si, 9.5714, 26.014, 12.2623
Si, 6.8416, 28.7203, 12.257
Si, 9.5794, 31.4277, 12.2762
Si, 12.307, 1.3331, 12.3021
Si, 15.0306, 4.0489, 12.3226
Si, 12.3007, 6.78, 12.3413
Si, 15.0172, 9.5187, 12.3478
Si, 12.2824, 12.2728, 12.3316
Si, 15.009, 15.0376, 12.32
Si, 12.2823, 17.8019, 12.2875
Si, 15.0219, 20.5582, 12.2631
Si, 12.2978, 23.2956, 12.2548
Si, 15.0359, 26.0153, 12.2438
Si, 12.3085, 28.7222, 12.2614
Si, 15.0374, 31.4248, 12.285
Si, 16.3985, 2.691, 13.69
Si, 2.7452, 32.7853, 13.6694
Si, 16.388, 8.153, 13.7103
Si, 2.7269, 5.42, 13.709
Si, 16.3764, 13.6665, 13.6855
Si, 2.7134, 10.9065, 13.7014
Si, 16.3817, 19.1892, 13.6372
Si, 2.7077, 16.4295, 13.6568
Si, 0.0064, 24.6724, 13.6136
Si, 2.7271, 21.9405, 13.623
Si, 0.0159, 30.0852, 13.6489
Si, 2.7471, 27.3852, 13.6268
Si, 5.4772, 2.694, 13.6936
Si, 8.2184, 32.7902, 13.6685
Si, 5.4616, 8.161, 13.7075
Si, 8.2067, 5.42, 13.7077
Si, 5.4441, 13.6641, 13.6702
Si, 8.1877, 10.906, 13.6871
Si, 5.4527, 19.1868, 13.6342
Si, 8.1805, 16.4277, 13.6459
Si, 5.473, 24.6707, 13.6303
Si, 8.1962, 21.931, 13.6362
Si, 5.4828, 30.0868, 13.6452
Si, 8.213, 27.3845, 13.6399
Si, 10.9427, 2.6942, 13.6895
Si, 13.6764, 32.7893, 13.6719
Si, 10.9307, 8.1542, 13.7032
Si, 13.6651, 5.4122, 13.7029
Si, 10.914, 13.6665, 13.6677
Si, 13.6498, 10.9052, 13.6965
Si, 10.9205, 19.1863, 13.6402
Si, 13.6424, 16.4271, 13.66
Si, 10.9421, 24.6658, 13.633
Si, 13.6617, 21.9384, 13.6241
Si, 10.9526, 30.0897, 13.6502
Si, 13.6836, 27.3817, 13.6306
Si, 1.345, 4.061, 15.072
Si, 4.0968, 1.3431, 15.0601
Si, 1.3458, 9.5378, 15.0683
Si, 4.0925, 6.7966, 15.0762
Si, 1.3452, 15.0576, 15.0272
Si, 4.0838, 12.296, 15.0453
Si, 1.3524, 20.5749, 14.9801
Si, 4.0848, 17.8146, 14.9952
Si, 1.3608, 26.0484, 14.9891
Si, 4.091, 23.3174, 14.9866
Si, 1.3649, 31.4461, 15.0434
Si, 4.0959, 28.7535, 15.0164
Si, 6.8335, 4.0619, 15.0764
Si, 9.5648, 1.3509, 15.0641
Si, 6.828, 9.5424, 15.0661
Si, 9.5643, 6.7961, 15.0764
Si, 6.8185, 15.0502, 15.0083
Si, 9.5567, 12.2903, 15.0336
Si, 6.8227, 20.5612, 14.9931
Si, 9.5513, 17.8098, 14.9964
Si, 6.8283, 26.0447, 15.0083
Si, 9.5611, 23.3123, 14.9945
Si, 6.8337, 31.4512, 15.0386
Si, 9.5667, 28.7581, 15.0205
Si, 12.2898, 4.0601, 15.076
Si, 15.0206, 1.3461, 15.0673
Si, 12.2872, 9.5362, 15.0628
Si, 15.0162, 6.7882, 15.074
Si, 12.2807, 15.0478, 15.0231
Si, 15.0075, 12.2954, 15.0487
Si, 12.2879, 20.5754, 14.9865
Si, 15.0166, 17.8141, 15.0014
Si, 12.3032, 26.0444, 15.0004
Si, 15.0241, 23.3283, 14.9745
Si, 12.2939, 31.4573, 15.0482
Si, 15.0316, 28.7537, 15.0161

Results
total energy: -236496.028 eV
total energy less fixed offsets of O -438.35, Si -107.03 eV per atom: 11.672 eV

Forces (eV/angstrom), in the order of the atoms: element, x, y, z
Si, 0.0622, -0.0952, 0.201
Si, -0.2748, 0.0192, 0.2557
Si, -0.097, 0.1671, -0.3261
Si, -0.1593, -0.0622, 0.1055
Si, 0.0838, -0.0619, 0.0622
Si, -0.0515, -0.0836, 0.1746
Si, 0.143, -0.1614, 0.0747
Si, -0.1255, -0.0567, -0.0715
Si, 0.0716, -0.1189, -0.1481
Si, -0.0455, 0.007, 0.0525
Si, 0.0761, 0.046, -0.1687
Si, -0.0622, 0.2926, 0.0933
Si, -0.1877, 0.2958, 0.5607
Si, -0.0343, -0.1357, 0.3946
Si, 0.1578, 0.3042, 0.4326
Si, 0.0598, -0.1617, 0.0874
Si, -0.1068, 0.1477, 0.3158
Si, -0.2128, 0.0679, -0.481
Si, 0.1396, -0.0304, -0.0909
Si, -0.3317, 0.4361, 0.2337
Si, 0.0601, -0.0466, -0.2569
Si, 0.1284, -0.0239, -0.0668
Si, 0.2577, -0.2499, -0.1611
Si, 0.3759, -0.3539, 0.0016
Si, -0.2826, 0.1767, 0.0722
Si, -0.0327, -0.1309, 0.0989
Si, -0.0417, 0.0333, 0.4925
Si, 0.1454, -0.0791, -0.1386
Si, 0.0074, -0.1383, 0.3102
Si, -0.0631, -0.1265, 0.3145
Si, 0.0709, -0.6578, 0.1514
Si, -0.1825, 0.1954, 0.2312
Si, -0.1387, -0.2764, 0.0409
Si, 0.0214, 0.0848, -0.1292
Si, 0.3117, -0.0704, 0.0255
Si, -0.0271, -0.0163, -0.177
Si, -0.1949, 0.0021, -0.4169
Si, -0.1304, -0.0769, -0.3267
Si, 0.0037, 0.1968, -0.345
Si, 0.0242, 0.0148, -0.4312
Si, 0.0642, 0.0526, -0.3112
Si, 0.0515, -0.0006, -0.3412
Si, 0.0838, 0.0752, -0.092
Si, -0.0272, -0.1905, -0.0943
Si, 0.1125, -0.0744, -0.107
Si, 0.1016, -0.2381, -0.0777
Si, -0.3906, -0.2913, 0.0358
Si, -0.076, 0.0831, 0.0523
Si, 0.0905, 0.0752, -0.2789
Si, 0.0238, 0.1789, 0.0323
Si, -0.1473, 0.0719, -0.3933
Si, 0.0871, 0.2199, -0.3474
Si, 0.0218, -0.0193, -0.3745
Si, 0.1026, 0.1465, -0.1477
Si, 0.1628, -0.203, -0.2532
Si, 0.2678, -0.5149, 0.1773
Si, 0.0354, -0.0084, 0.0946
Si, 0.1319, -0.2924, 0.1424
Si, 0.0709, -0.2037, 0.0745
Si, -0.0739, -0.1034, 0.3114
Si, -0.0382, 0.0234, 0.0252
Si, -0.0904, -0.0351, -0.0717
Si, -0.076, 0.0647, -0.2571
Si, -0.1436, 0.0916, -0.3187
Si, -0.1463, 0.0477, -0.1822
Si, 0.0334, 0.0742, -0.1965
Si, 0.042, -0.0341, 0.0048
Si, 0.2413, 0.0245, 0.0132
Si, 0.3348, -0.1608, 0.0164
Si, -0.0004, -0.1109, 0.0293
Si, -0.0848, 0.0092, -0.1116
Si, 0.0442, 0.0255, -0.2689
Si, -0.0319, 0.0582, -0.1119
Si, 0.1037, 0.1421, -0.1167
Si, 0.0115, 0.133, -0.2247
Si, 0.0142, 0.0301, 0.0849
Si, 0.1451, 0.1002, 0.1334
Si, -0.0114, 0.1712, 0.0167
Si, 0.2092, -0.0337, 0.1799
Si, -0.138, 0.1501, 0.0862
Si, 0.1106, -0.0464, 0.1667
Si, 0.0717, -0.0417, 0.2787
Si, 0.1126, -0.0468, 0.0876
Si, 0.1428, 0.0753, 0.1172
Si, -0.0931, -0.0347, 0.0276
Si, -0.0096, 0.0365, -0.1123
Si, 0.1464, 0.0541, -0.1642
Si, -0.0721, 0.0277, -0.2165
Si, -0.0652, -0.1031, 0.0736
Si, 0.0204, 0.0424, -0.0154
Si, 0.1373, -0.0152, 0.121
Si, 0.0726, 0.1075, 0.0631
Si, -0.0809, 0.0222, 0.011
Si, -0.1105, -0.0232, 0.2021
Si, -0.056, -0.0516, 0.0966
Si, -0.0779, 0.0442, -0.1058
Si, -0.1056, -0.0694, -0.0373
Si, -0.1656, -0.0095, 0.1416
Si, -0.0117, 0.2295, 0.06
Si, -0.0825, -0.1091, -0.2385
Si, 0.1045, -0.0253, -0.0232
Si, -0.0116, -0.0121, -0.0449
Si, -0.0858, 0.0285, -0.0416
Si, -0.0053, -0.1273, 0.0691
Si, 0.0696, -0.064, -0.1281
Si, -0.0564, 0.0612, 0.1764
Si, -0.0506, -0.0497, -0.1232
Si, 0.0946, -0.0902, -0.0049
Si, -0.0464, -0.027, -0.1358
Si, 0.04, 0.0664, -0.0279
Si, -0.0147, 0.0132, -0.0147
Si, 0.0371, -0.1042, -0.0952
Si, 0.0529, -0.0353, -0.1753
Si, -0.0628, 0.1343, -0.0255
Si, -0.0455, -0.0072, -0.0324
Si, -0.0313, -0.0301, -0.15
Si, -0.0395, -0.0719, -0.0233
Si, 0.0353, -0.0655, -0.1363
Si, 0.0868, -0.2196, 0.0274
Si, -0.0066, 0.0313, -0.0722
Si, -0.0191, 0.0099, -0.1198
Si, 0.0649, -0.0806, -0.0004
Si, 0.0235, 0.0166, -0.1704
Si, 0.1004, -0.0267, -0.0771
Si, 0.0811, 0.0035, -0.0254
Si, -0.0051, 0.0098, -0.0577
Si, 0.0297, -0.0914, -0.0633
Si, -0.1704, 0.0578, -0.0068
Si, 0.0336, -0.001, -0.0068
Si, -0.0485, -0.0981, -0.0973
Si, -0.0689, 0.0409, -0.0318
Si, 0.0357, 0.0106, 0.0531
Si, -0.0318, 0.0833, 0.0332
Si, 0.0901, -0.0233, -0.1133
Si, -0.089, 0.0151, -0.1941
Si, -0.0132, 0.1023, 0.0311
Si, -0.0745, 0.067, -0.0076
Si, -0.0014, -0.0166, -0.1918
Si, 0.1169, -0.0282, -0.0942
Si, 0.1772, -0.0551, -0.0248
Si, 0.119, 0.0786, -0.045
Si, -0.0653, 0.0011, -0.0839
Si, -0.0013, 0.1809, -0.0188
Si, 0.0533, -0.0578, -0.1225
Si, 0.0182, -0.0058, -0.0028
Si, 0.0022, 0.0504, -0.0165
Si, 0.0005, 0.0252, 0.0021
Si, 0.0003, -0.015, -0.0068
Si, 0.0176, 0.0188, -0.0065
Si, -0.0093, -0.0093, 0.0027
Si, 0.0101, -0.0033, 0.0005
Si, 0.0054, 0.0092, -0.0069
Si, -0.0465, -0.0048, -0.0226
Si, -0.0339, -0.0267, 0.0013
Si, -0.0332, -0.0019, -0.001
Si, 0.011, 0.0039, 0.0082
Si, -0.0175, 0.0139, 0.0075
Si, -0.0126, 0.0112, 0.0059
Si, 0.0019, 0.0028, -0.002
Si, -0.0049, -0.0042, 0.0035
Si, -0.0075, 0.0054, -0.0039
Si, 0.0078, 0.0159, -0.0082
Si, -0.0199, -0.0075, -0.0076
Si, -0.0059, -0.0083, -0.0095
Si, 0.0063, -0.0043, -0.009
Si, 0.0003, -0.0112, 0.0001
Si, -0.0534, -0.0114, -0.0069
Si, -0.0334, -0.0048, 0.006
Si, -0.0316, 0.0169, 0.0009
Si, -0.003, 0.0338, 0.002
Si, -0.0082, 0.0145, -0.0005
Si, 0.0128, 0.0084, 0.0004
Si, -0.0127, 0.0034, 0.0019
Si, 0.0071, -0.0006, 0.0091
Si, -0.0012, 0.0038, 0
Si, -0.0082, -0.0065, -0.0033
Si, -0.0048, -0.0135, -0.005
Si, -0.0084, -0.0091, 0.0121
Si, -0.0473, -0.006, -0.0164
Si, -0.0292, 0.0024, -0.0077
Si, 0.0139, 0.0006, 0.0043
Si, -0.0392, -0.0483, -0.0203
Si, 0.0394, 0.0329, -0.0078
Si, 0.021, 0.0103, -0.0046
Si, -0.0006, -0.0058, -0.0246
Si, 0.0322, 0.0434, -0.0004
Si, 0.002, -0.0221, 0.0002
Si, -0.0147, -0.0514, 0.0035
Si, 0.0473, -0.0157, 0.0018
Si, 0.0874, 0.0152, -0.0033
Si, 0.002, -0.046, 0.0042
Si, -0.0179, -0.0116, -0.0125
Si, -0.0017, 0.0187, 0.0011
Si, 0.0008, 0.0314, -0.0124
Si, -0.0398, 0.0063, -0.0024
Si, 0.0071, 0.026, 0.0046
Si, -0.0107, 0.0208, 0.0047
Si, -0.0487, -0.0522, 0.0016
Si, 0.0094, 0.0417, 0.0031
Si, -0.009, -0.0166, -0.0103
Si, -0.0139, -0.0366, -0.0037
Si, 0.0374, 0.0073, -0.0097
Si, 0.0628, 0.035, -0.0094
Si, 0.0346, -0.0017, -0.0041
Si, -0.0055, 0.0083, 0.0122
Si, 0.0275, -0.0093, 0.0139
Si, -0.016, -0.0211, -0.0042
Si, -0.0017, -0.0139, 0.004
Si, -0.0008, -0.0058, 0.016
Si, -0.0074, 0.008, -0.0102
Si, 0.0056, 0.0041, -0.0022
Si, 0.0613, 0.0327, -0.0202
Si, -0.0252, -0.041, 0.0139
Si, 0.0493, 0.003, 0.0052
Si, 0.0464, -0.0173, 0.0102
Si, -0.0071, 0.0168, 0.0106
Si, 0.0154, 0.0367, 0.0018
Si, 0.0246, -0.0023, 0.0187
Si, 0.0236, -0.0273, -0.0015
Si, 0.0288, 0.0122, -0.0118
Si, 0.079, -0.0233, 0.0322
Si, -0.0382, 0.0574, 0.02
Si, -0.0643, 0.0137, 0.017
Si, -0.0008, 0.0347, 0.0136
Si, -0.0683, -0.028, -0.0074
Si, -0.0236, 0.0431, -0.0087
Si, 0.0417, 0.0049, 0.017
Si, -0.0707, 0, 0.0259
Si, -0.0338, 0.0971, -0.0232
Si, -0.0194, 0.0174, 0.0395
Si, -0.0234, -0.0194, 0.0058
Si, 0.0352, -0.0528, 0.0252
Si, 0.0006, -0.0502, -0.0005
Si, -0.0035, -0.0196, -0.0008
Si, -0.0102, 0.0001, -0.0038
Si, 0.022, -0.0168, -0.009
Si, -0.0336, 0.0062, -0.0119
Si, 0.0306, -0.0224, 0.0147
Si, -0.0436, -0.0326, 0.0488
Si, -0.0007, -0.0575, 0.0016
Si, 0.0193, 0.0382, 0.0352
Si, 0.0507, -0.043, -0.0093
Si, -0.0328, -0.0183, 0.0155
Si, -0.0097, 0.0795, -0.0019
Si, -0.0349, 0.0644, -0.0329
Si, 0.0161, 0.0416, 0.0124
Si, -0.0208, 0.0121, 0.0393
Si, -0.0017, -0.0313, 0.0332
Si, -0.0812, -0.0066, 0.003
Si, 0.0132, -0.078, 0.0097
Si, -0.0549, 0.0272, -0.024
Si, -0.081, 0.0185, -0.0275
Si, 0.032, -0.0052, -0.0196
Si, -0.0271, 0.0197, 0.0551
Si, 0.0659, 0.0023, 0.0125
Si, -0.0361, -0.0343, -0.0854
Si, -0.0595, -0.0672, -0.0133
Si, 0.0468, 0.0067, -0.0134
Si, 0.0083, -0.036, 0.0472
Si, 0.0652, -0.025, 0.0498
Si, 0.0777, 0.0515, 0.0529
Si, 0.0331, -0.0601, -0.0142
Si, -0.0346, 0.0238, 0.0234
Si, 0.0872, 0.047, 0.0328
Si, -0.0575, -0.061, -0.0203
Si, 0.0002, -0.0012, 0.0667
Si, 0.0061, 0.0552, 0.0171
Si, 0.0032, 0.0827, 0.0013
Si, -0.0245, 0.0235, 0.0682
Si, -0.0196, 0.0291, 0.0364
Si, -0.0493, -0.0542, -0.0005
Si, -0.0098, -0.0152, 0.0193
Si, 0.0197, 0.0603, 0.0108
Si, 0.065, -0.0091, -0.0793
Si, 0.03, 0.0073, 0.1075
Si, 0.0142, 0.0275, 0.0309
Si, -0.0262, -0.0715, -0.0054
Si, -0.0227, -0.0139, 0.0751
Si, -0.0152, -0.0097, 0.1003
Si, 0.0127, 0.0083, 0.0372
Si, -0.0315, -0.0488, 0.0192
Si, -0.0632, -0.0575, 0.0057
Si, -0.0309, 0.0438, -0.0673
Si, 0.0875, 0.0975, -0.0371
Si, 0.0736, 0.0519, 0.0148
Si, 0.0864, 0.0502, 0.0417
Si, -0.0146, 0.014, 0.078
Si, -0.0452, -0.0906, 0.028
Si, 0.1058, -0.0189, 0.1304
Si, -0.0111, 0.0021, 0.0794
Si, 0.0185, 0.1861, 0.0535
Si, -0.002, 0.0243, 0.0858
Si, -0.061, 0.1008, 0.0415
Si, 0.0525, 0.0248, 0.0539
Si, 0.0612, 0.0325, 0.0314
Si, -0.0254, 0.0261, 0.0201
Si, -0.0808, 0.0704, -0.0038
Si, 0.028, 0.002, 0.1432
Si, -0.018, 0.0353, 0.0407
Si, 0.0173, -0.0344, 0.0155
Si, -0.0254, -0.0321, -0.0253
Si, 0.014, 0.1282, -0.0426
Si, 0.0085, -0.0867, 0.1057
Si, 0.0494, -0.1017, -0.0036
Si, -0.0102, 0.0996, 0.1301
Si, 0.0441, -0.0444, 0.1588
Si, 0.04, 0.1268, -0.0515
Si, 0.0641, 0.0387, 0.0049
Si, -0.0906, 0.0806, 0.0134
Si, -0.074, 0.0143, 0.1403
Si, 0.0165, 0.0248, 0.0526
Si, -0.0055, -0.0273, 0.0659
Si, -0.058, -0.0459, -0.0151
Si, 0.0287, 0.0718, 0.0639
Si, 0.0499, 0.0344, 0.1473
Si, 0.0236, -0.08, 0.015
Si, 0.0817, -0.0778, -0.0061
Si, -0.0641, 0.1432, -0.0462
Si, 0.0859, -0.0239, 0.0917
Si, 0.066, -0.1238, 0.1309
Si, -0.0203, -0.0913, 0.0253
Si, -0.1624, -0.0565, 0.0496
Si, -0.062, -0.095, 0.0768
Si, -0.0275, 0.0608, 0.1364
Si, 0.2455, -0.0069, -0.0102
Si, 0.0696, -0.0073, -0.2549
Si, -0.0929, 0.0863, -0.1799
Si, -0.1496, 0.0642, -0.14
Si, 0.2182, -0.0762, 0.1452
Si, -0.0922, -0.2516, 0.1881
Si, -0.1215, -0.1287, -0.0851
Si, -0.0916, 0.0895, 0.0053
Si, 0.0404, -0.013, 0.0543
Si, 0.1199, -0.0315, -0.0861
Si, 0.0758, 0.1137, -0.2892
Si, -0.047, 0.1019, 0.1966
Si, -0.004, 0.2301, 0.0552
Si, -0.0536, 0.1163, -0.1033
Si, -0.0122, 0.0026, -0.1028
Si, -0.13, 0.1491, 0.1564
Si, -0.0821, -0.1244, 0.0427
Si, -0.202, -0.0644, 0.0014
Si, -0.0035, -0.1357, 0.1033
Si, 0.0831, -0.1683, -0.1464
Si, -0.142, 0.0095, -0.1379
Si, 0.0658, 0.1263, -0.2987
Si, 0.0087, -0.0006, -0.1554
Si, 0.2049, -0.0956, -0.1417
Si, 0.0407, 0.0731, 0.0319
Si, 0.049, 0.0085, -0.2232
Si, -0.0463, -0.1459, -0.0034
Si, -0.0101, -0.0968, 0.1896
Si, -0.056, 0.0027, -0.0619
Si, -0.1294, -0.0826, 0.063
Si, -0.0447, 0.0269, 0.0804
Si, -0.1798, 0.1124, 0.0037
Si, 0.1605, 0.0167, -0.1561
Si, 0.0996, -0.0284, -0.013
Si, 0.0365, 0.0276, -0.1065
Si, 0.1419, 0.0235, 0.0673
Si, 0.0506, 0.0112, 0.188
Si, 0.1912, 0.3051, -0.2833
Si, -0.0049, -0.0091, 0.1389
Si, 0.0115, 0.0561, 0.2565
Si, -0.1884, -0.0589, 0.1481
Si, 0.1014, -0.0144, 0.1879
Si, 0.1064, -0.1435, 0.3559
Si, -0.2076, 0.0544, 0.3833
Si, 0.0672, -0.1003, 0.3394
Si, 0.0025, -0.2939, 0.2759
Si, -0.0676, -0.0454, -0.278
Si, -0.0197, -0.0222, 0.1189
Si, 0.0784, 0.0672, 0.2276
Si, 0.0027, 0.0845, -0.0259
Si, -0.0677, 0.1756, 0.3168
Si, -0.0783, -0.0266, 0.2406
Si, -0.3266, -0.2334, 0.0432
Si, -0.1374, 0.0227, 0.332
Si, 0.1066, -0.0451, 0.2617
Si, -0.0182, 0.0503, -0.0274
Si, 0.091, 0.0283, 0.1824
Si, 0.0132, -0.1721, 0.2318
Si, 0.0052, 0.0751, 0.1259
Si, 0.0533, 0.0232, 0.1758
Si, 0.2351, 0.0394, -0.4474
Si, 0.093, -0.0187, 0.1355
Si, 0.0141, 0.1146, 0.1568
Si, -0.115, 0.028, -0.0378
Si, -0.3411, -0.3662, 0.2511
Si, 0.0262, -0.0282, 0.3672
Si, -0.0493, -0.0086, 0.3498
Si, -0.0817, -0.3018, 0.2815
Si, 0.1818, -0.01, 0.3463
Si, 0.024, -0.2425, 0.3124
Si, -0.0894, 0.105, 0.1781
Si, -0.0307, 0.0803, 0.1529
Si, -0.0194, -0.0288, 0.1644
Si, 0.0326, -0.1218, 0.0008
Si, -0.0245, -0.0991, -0.069
Si, 0.0089, 0.0223, 0.3135
Si, 0.6094, 0.0283, 0.0456
Si, 0.0673, -0.1046, -0.0579
Si, 0.1058, 0.1126, -0.1256
Si, -0.0559, -0.0119, 0.2858
Si, -0.0539, 0.0035, -0.3094
Si, -0.0105, 0.1058, -0.0111
Si, 0.005, 0.3174, -0.0706
Si, 0.3036, -0.2044, -0.0132
Si, 0.1915, 0.0968, 0.0315
Si, -0.2258, -0.016, 0.368
Si, 0.312, -0.1387, 0.0547
Si, -0.0207, 0.2582, 0.086
Si, -0.1397, 0.3732, 0.1727
Si, 0.017, -0.5371, 0.1849
Si, -0.0818, -0.0924, 0.1921
Si, -0.1872, 0.1719, 0.2192
Si, -0.0659, 0.021, 0.083
Si, -0.0548, -0.0474, 0.3543
Si, -0.0729, 0.0124, 0.1949
Si, -0.1375, 0.0142, 0.1382
Si, -0.0829, -0.4861, 0.4041
Si, -0.459, 0.3845, -0.1853
Si, -0.1809, 0.3665, -0.4337
Si, 0.2814, 0.0879, 0.2201
Si, 0.2312, 0.3827, 0.1254
Si, 0.1402, -0.1068, -0.1202
Si, -0.2288, -0.0758, -0.01
Si, -0.1302, 0.1472, -0.0603
Si, -0.0743, -0.079, -0.1845
Si, 0.0057, -0.0535, -0.3028
Si, -0.1758, 0.2108, -0.1723
Si, -0.1686, 0.0078, -0.0139
Si, 0.2962, 0.0018, 0.409
Si, 0.0294, -0.3381, 0.3478
Si, -0.1572, 0.0768, 0.3005
Si, 0.0817, -0.0254, 0.1607
Si, -0.0958, -0.1052, 0.2525
Si, 0.2378, -0.0463, -0.0343
Si, 0.0024, -0.0942, -0.1139
Si, 0.205, -0.0575, 0.2454
Si, 0.0183, 0.1648, -0.0869
Si, -0.0069, -0.0026, 0.1761
Si, -0.1003, 0.1312, 0.1664
Si, -0.0965, 0.0491, 0.2044
Si, -0.2458, 0.12, 0.2604
Si, -0.0785, 0.0085, 0.3354
Si, -0.1141, -0.0074, -0.0144
Si, 0.0317, -0.1261, -0.194
Si, 0.1765, 0.0391, 0.2462
Si, 0.1705, -0.2424, 0.3828
Si, -0.1558, -0.1173, 0.1156
Si, 0.0266, 0.1464, 0.1784
Si, -0.1095, 0.1144, -0.0339
Si, -0.0313, -0.0347, 0.4649
Si, 0.0118, -0.0482, 0.2365
Si, -0.2093, -0.0834, 0.5553
Si, -0.0972, 0.0821, 0.1179
Si, 0.0025, -0.08, -0.0499
Si, 0, -0.1341, 0.0971
Si, -0.007, -0.0376, 0.2415
Si, 0.0902, -0.0186, 0.0822
Si, -0.0378, -0.0666, -0.1878
Si, -0.0671, 0.0738, -0.0123
Si, -0.0134, 0.0649, 0.0553
Si, 0.1362, -0.0759, 0.4845
Si, 0.1443, 0.119, -0.3562
Si, 0.1414, -0.1349, -0.1433
Si, 0.1091, -0.3704, 0.194
Si, -0.0793, 0.0098, 0.0306
Si, 0.1101, -0.2149, 0.0191
Si, 0.1813, -0.1406, -0.2337
Si, -0.1434, 0.1324, -0.1956
Si, 0.044, -0.0622, -0.1347
Si, 0.1815, -0.0462, 0.185
Si, 0.4622, 0.0231, 0.3965
Si, -0.0302, 0.0466, -0.1437
Si, -0.0376, 0.0231, -0.3128
Si, -0.0055, -0.0036, -0.0812
Si, -0.3421, 0.0575, 0.1776
Si, 0.1766, -0.1753, 0.1698
Si, -0.1858, 0.0773, -0.1836
Si, -0.2303, -0.1517, 0.4181
Si, -0.25, -0.0135, 0.297
Si, -0.1065, 0.0627, 0.025
Si, -0.2053, -0.1354, -0.3197
Si, -0.074, -0.03, -0.0684
Si, -0.1933, 0.1238, 0.556
Si, 0.0065, 0.03, 0.3398
Si, -0.1037, -0.029, 0.1832
Si, -0.039, -0.0416, 0.4094
Si, 0.1932, -0.156, 0.4466
Si, -0.0357, 0.0482, 0.0684
Si, 0.0228, 0.1376, 0.1227
Si, -0.1142, 0.0907, 0.1798
Si, -0.0818, 0.0202, 0.0414
Si, -0.0556, -0.1012, -0.1888
Si, -0.1457, 0.0342, -0.3738
Si, 0.1805, -0.153, 0.3116
Si, 0.069, 0.0947, 0.1978
Si, 0.2305, 0.1985, 0.3116
Si, 0.0263, -0.14, 0.4047
Si, -0.0713, -0.0123, -0.3858
Si, 0.0821, -0.084, -0.3426
Si, 0.0149, -0.1219, 0.1364
Si, -0.0608, 0.1436, -0.3225
Si, 0.0767, -0.0188, 0.0149
Si, 0.0196, -0.0158, -0.1
Si, 0.0648, -0.1384, -0.4411
Si, -0.0642, 0.0865, -0.1447
Si, 0.0237, 0.1362, 0.2304
Si, -0.2269, 0.033, 0.2485
Si, 0.1471, 0.1375, -0.4017
Si, -0.0406, -0.1761, 0.3032
Si, -0.1538, 0.0164, 0.1223
Si, 0.0897, -0.1119, 0.0573
Si, -0.0006, -0.0494, -0.1034
Si, -0.0191, 0.0951, -0.4047
Si, 0.1498, 0.1352, 0.083
Si, -0.0055, 0.0807, -0.3203
Si, 0.093, -0.0916, -0.3536
Si, 0.1159, 0.0275, -0.0836
Si, 0.2858, 0.096, -0.2506
Si, -0.1132, -0.0259, -0.1568
Si, 0.023, -0.0017, -0.025
Si, 0.1007, 0.0075, -0.5435
Si, 0.0721, 0.0337, -0.4424
Si, -0.1123, 0.204, -0.197
Si, -0.0392, -0.045, 0.1053
Si, -0.2224, 0.2461, -0.2028
Si, 0.1372, -0.0209, 0.0623
Si, -0.079, 0.0652, 0.1852
Si, -0.0175, 0.0206, -0.2453
Si, -0.1045, -0.0168, -0.1152
Si, -0.2366, -0.0704, 0.0522
Si, -0.018, -0.0312, -0.2366
Si, 0.0276, -0.1954, -0.1813
Si, 0.2462, 0.0385, -0.0355
Si, 0.2685, -0.0312, 0.3517
Si, -0.0169, -0.1643, -0.239
Si, -0.2787, -0.0531, -0.2414
Si, -0.0854, 0.0598, -0.3872
Si, 0.1272, 0.0659, -0.4111
Si, -0.0381, 0.0485, -0.6178
Si, 0.0746, -0.2124, -0.4916
Si, 0.0347, -0.0945, -0.2253
Si, -0.0125, 0.0536, -0.4664
Si, 0.0019, 0.0896, 0.0468
Si, 0.2044, -0.1069, -0.1487
Si, -0.1182, 0.2097, -0.3071
Si, 0.1059, -0.3212, -0.7114
Si, -0.0327, -0.1546, 0.0937
Si, 0.1117, -0.0239, -0.3325
Si, 0.0362, -0.0329, -0.2951
Si, -0.0885, -0.0548, -0.1514
Si, 0.018, 0.1679, -0.388
Si, -0.0105, -0.0717, -0.2351
Si, 0.0242, 0.0498, -0.0953
Si, -0.0861, -0.0056, -0.3676
Si, 0.0211, -0.0321, -0.1868
Si, 0.2001, 0.0656, -0.4245
Si, -0.0243, -0.0537, -0.3397
Si, 0.0698, 0.0531, -0.2646
O, -0.1163, -0.2749, 0.2927
O, 0.1481, -0.3986, 0.0042
O, -0.0255, -0.1828, 0.1701
O, -0.1986, 0.2095, 0.2695
O, 0.0242, -0.4299, 0.5153
O, 0.1162, -0.2758, 0.1866
O, 0.1954, -0.2206, 0.2047
O, -0.1427, 0.0075, 0.0746
O, 0.1864, -0.1064, 0.0377
O, -0.26, 0.0469, 0.3174
O, -0.129, 0.359, 0.2476
O, 0.078, -0.0643, -0.0999
O, -0.1927, 0.1789, -0.0743
O, 0.124, -0.006, -0.1411
O, -0.0552, -0.4175, -0.2573
O, -0.0325, 0.1856, 0.1694
O, 0.2104, -0.2273, 0.4297
O, -0.5031, 0.0829, 0.1725
O, 0.1635, 0.0201, 0.1066
O, -0.1249, 0.2212, 0.1003
O, 0.2435, -0.0245, 0.1889
O, 0.0346, 0.3805, 0.4778
O, 0.268, -0.0269, 0.2222
O, 0.2247, -0.2652, -0.1536
O, -0.4327, -0.0513, -0.0678
O, 0.1273, -0.0614, -0.1734
O, 0.0832, 0.0539, -0.1406
O, -0.0405, 0.1876, 0.0865
O, 0.1981, -0.2788, 0.1523
O, 0.3245, 0.0669, -0.2499
O, 0.1811, -0.1241, -0.0289
O, -0.392, -0.0706, 0.4036
O, -0.1443, -0.4289, 0.4534
O, 0.1727, 0.0977, -0.1998
O, 0.1419, -0.3421, -0.2905
O, 0.0844, -0.0139, 0.6472
O, 0.1625, -0.0044, 0.2646
O, -0.3522, 0.1924, 0.3744
O, -0.0684, 0.5766, 0.0943
O, 0.3946, -0.3785, -0.1347
O, -0.2793, -0.0408, 0.1727
O, -0.1326, 0.0404, 0.2895
O, -0.1016, -0.1056, 0.1138
O, -0.106, 0.0051, 0.1626
O, -0.0264, -0.0019, 0.197
O, 0.2538, -0.1893, 0.0739
O, -0.0649, 0.2865, 0.4685
O, -0.2028, -0.2676, 0.205
O, -0.2578, 0.0328, -0.0249
O, -0.1303, 0.3098, 0.0332
O, -0.0574, 0.1284, 0.1592
O, -0.3135, 0.1356, 0.4729
O, 0.0246, -0.036, -0.1066
O, 0.0051, 0.1811, 0.3177
O, -0.3056, -0.328, 0.1732
O, 0.0851, -0.1828, 0.0937
O, 0.0205, -0.2573, -0.0706
O, -0.0293, 0.0931, -0.0577
O, 0.0989, -0.3404, 0.2151
O, -0.1944, -0.1945, -0.0998
O, 0.3606, 0.1672, 0.3539
O, -0.0953, 0.4628, -0.0525
O, 0.3622, 0.4889, 0.0401
O, -0.3698, 0.3704, -0.4528
O, -0.1926, -0.0434, 0.2548
O, -0.096, 0.2306, 0.3137
O, 0.0073, -0.4062, 0.3322
O, 0.2698, -0.1271, 0.2587
O, -0.0493, -0.2099, 0.0267
O, -0.0095, -0.0835, 0.0794
O, 0.2666, -0.1859, 0.6232
O, 0.2857, -0.409, -0.5483
O, -0.3107, 0.0249, -0.3888
O, 0.0822, 0.2388, -0.1907
O, -0.1614, 0.2282, -0.2309
O, -0.089, 0.2958, -0.3492
O, 0.025, -0.1666, 0.1316
O, -0.2, 0.2537, -0.4912
O, -0.1511, 0.2237, -0.1807
O, -0.0119, -0.1837, 0.2597
O, 0.0423, 0.1737, -0.1101
O, -0.2266, 0.0147, -0.0127
O, -0.282, 0.2637, -0.3284
O, 0.2144, -0.1006, -0.2516
O, 0.0277, -0.0867, -0.0971
O, -0.2768, 0.0601, -0.0357
O, -0.2213, -0.2955, -0.2491
O, -0.0827, -0.2129, 0.1825
O, -0.0409, -0.0759, -0.4425
O, 0.0092, -0.1655, -0.3073
O, -0.2586, -0.0502, 0.1583
O, 0.032, -0.0641, -0.2043
O, -0.0091, 0.1949, -0.2969
O, -0.3261, 0.2924, 0.2159
O, 0.0315, -0.1538, -0.3266
O, 0.1972, -0.0178, -0.2726
O, 0.0899, -0.3275, -0.2159
O, 0.1574, 0.2837, -0.3173
O, -0.0381, -0.2345, -0.3902
O, 0.1699, -0.3265, -0.4651
O, 0.1617, 0.0321, -0.1499
O, -0.2848, 0.1499, -0.0902
O, -0.0083, 0.2218, 0.1163
O, 0.4832, 0.3276, -0.238
O, -0.061, -0.3106, -0.2742
O, 0.2002, -0.1274, -0.2924
O, -0.0311, 0.0099, -0.0088
O, 0.1567, -0.3515, -0.1595
O, -0.035, -0.2704, -0.0113
O, 0.0181, -0.0838, -0.5152
O, 0.1271, 0.2951, -0.2971
O, -0.441, 0.1457, -0.389
O, 0.1833, -0.0206, -0.611
O, 0.1482, -0.2133, -0.4596
O, 0.0912, 0.1389, -0.1539
O, 0.1857, -0.1547, -0.2064
O, 0.4134, 0.3702, -0.1126
O, -0.16, 0.0288, 0.0244
O, -0.0578, -0.3482, -0.0282
O, 0.2446, -0.2461, -0.4622
O, 0.4307, -0.3629, -0.2107
O, -0.196, 0.0277, -0.2605
O, 0.3474, 0.0926, -0.0274
O, -0.277, -0.1671, -0.1854
O, 0.3367, 0.1275, -0.3797
O, 0.1634, 0.0613, -0.3849
O, -0.2454, 0.185, -0.3584
O, -0.2403, -0.0866, 0.1896
O, -0.1319, 0.1149, 0.3103
O, 0.13, 0.2271, 0.0904
O, -0.0372, 0.1728, -0.024
O, 0.0883, 0.1795, 0.246
O, -0.088, 0.1863, 0.1969
O, -0.0269, 0.244, -0.5027
O, -0.3538, 0.1154, -0.2166
O, 0.1794, 0.0046, -0.1264
O, 0.0529, 0.0567, -0.3715
O, 0.1878, 0.0566, 0.1528
O, -0.2124, -0.313, -0.2226
O, 0.1286, 0.0055, -0.0538
O, -0.334, -0.1566, -0.2823
O, -0.2887, -0.029, 0.0283
O, 0.1215, 0.0024, 0.1944
O, -0.173, 0.2595, -0.3647
O, 0.1825, 0.2083, 0.2182
O, 0.2291, 0.2906, 0.426
O, 0.2942, 0.1647, -0.1951
O, -0.0012, -0.1804, -0.1253
O, 0.3213, -0.0856, 0.1036
O, 0.0266, 0.2317, 0.1348
O, 0.0546, 0.2043, 0.2302
O, 0.1683, -0.0907, 0.042
O, 0.0226, -0.0256, -0.0795
O, 0.0449, -0.1708, 0.0119
O, 0.1602, 0.0823, -0.0482
O, -0.0983, 0.0402, -0.1018
O, 0.0519, 0.0576, 0.1143
O, -0.0715, -0.1622, -0.0831
O, 0.0772, -0.0708, -0.3563
O, 0.0425, -0.0591, -0.0287
O, -0.1051, 0.1227, 0.1168
O, 0.0645, -0.115, 0.0484
O, -0.0291, -0.0533, -0.1047
O, 0.1048, 0.0257, 0.0107
O, 0.1409, -0.0258, -0.1715
O, -0.0902, 0.0113, -0.1792
O, -0.2215, 0.1186, 0.0628
O, -0.0153, 0.055, 0.0228
O, -0.4893, -0.0795, -0.0318
O, 0.0487, 0.3396, -0.3447
O, 0.0782, -0.2232, -0.2495
O, 0.2327, -0.1534, -0.0901
O, 0.0516, 0.3124, -0.4018
O, 0.2945, -0.0775, 0.2187
O, -0.1554, -0.011, -0.2198
O, -0.0425, 0.1278, -0.0281
O, 0.1171, 0.3391, -0.1747
O, -0.1911, 0.213, -0.0697
O, -0.0696, 0.064, -0.319
O, 0.197, -0.0463, -0.3248
O, 0.0208, 0.0183, 0.0549
O, 0.2742, 0.162, -0.2798
O, -0.1556, -0.0649, 0.1764
O, -0.1659, 0.0884, -0.3435
O, 0.2302, -0.0412, -0.1547
O, -0.2286, 0.2277, -0.0789
O, -0.1352, 0.0348, -0.3381
O, -0.0548, 0.1739, -0.276
O, -0.0565, -0.0676, -0.0559
O, -0.0117, -0.2452, -0.3029
O, -0.1529, 0.1105, 0.1296
O, -0.1644, 0.1285, 0.1043
O, -0.293, 0.0605, -0.1605
O, 0.2992, 0.3111, -0.2012
O, 0.2776, -0.2909, -0.2705
O, 0.1343, 0.01, -0.3678
O, -0.0096, -0.2325, -0.0066
O, -0.2415, -0.0442, -0.3292
O, -0.0552, 0.4338, 0.3696
O, 0.112, -0.173, 0.1545
O, 0.1874, -0.1205, -0.0275
O, -0.1907, 0.0853, 0.1242
O, 0.1009, -0.0238, -0.249
O, -0.0519, 0.0544, 0.1089
O, -0.1132, 0.1214, -0.3489
O, -0.1896, -0.076, -0.2908
O, 0.1526, 0.1809, -0.2039
O, 0.1512, -0.0719, 0.2013
O, -0.1162, -0.2935, 0.0468
O, -0.0825, 0.2892, 0.0709
O, -0.2465, 0.0956, -0.6181
O, 0.0287, 0.0246, -0.1509
O, -0.274, 0.1298, -0.0392
O, -0.1038, 0.0144, -0.0684
O, -0.1564, -0.3785, 0.3438
O, 0.0022, -0.3472, 0.3141
O, -0.0787, -0.0572, 0.1444
O, -0.106, -0.229, -0.0134
O, 0.2091, 0.1054, -0.1084
O, -0.2252, -0.1026, -0.1425
O, -0.0916, -0.0629, 0.2287
O, 0.1274, -0.1285, -0.133
O, 0.003, -0.0215, 0.4745
O, 0.2825, -0.3048, -0.3403
O, -0.1104, 0.391, 0.12
O, 0.0641, 0.0671, -0.2225
O, -0.0146, 0.2671, 0.1518
O, 0.2746, -0.2351, -0.2999
O, -0.0207, -0.284, -0.15
O, -0.1355, 0.2073, 0.1593
O, 0.0386, 0.2102, -0.0736
O, 0.259, -0.1813, -0.2723
O, -0.0578, 0.0811, 0.1053
O, 0.2237, -0.0235, 0.1039
O, -0.1804, 0.1133, -0.1823
O, 0.1298, 0.0827, 0.1753
O, -0.1556, -0.2151, 0.0897
O, 0.0692, 0.2427, 0.0156
O, -0.0138, 0.0262, -0.0835
O, 0.2563, 0.1957, 0.0372
O, 0.1048, 0.1519, 0.0076
O, -0.1865, -0.0953, 0.0564
O, -0.2501, -0.2502, 0.0342
O, 0.1796, 0.1246, -0.0905
O, 0.2255, -0.1612, -0.2355
O, 0.1222, 0.0437, -0.0459
O, 0.1816, -0.0542, 0.1878
O, -0.1382, -0.0332, 0.1278
O, -0.2259, 0.1537, -0.1722
O, 0.0607, -0.129, 0.0512
O, -0.0813, 0.1279, -0.1757
O, 0.003, -0.2145, 0.1008
O, -0.1651, -0.1667, 0.0231
O, 0.2019, 0.2183, -0.0073
O, -0.0111, -0.2266, -0.0812
O, 0.0466, 0.3439, 0.3617
O, 0.1706, -0.028, -0.0027
O, -0.0366, 0.2036, -0.2813
O, 0.2141, 0.3062, -0.1948
O, -0.0207, 0.1717, 0.1916
O, 0.4095, 0.2366, -0.1307
O, 0.1578, 0.0744, -0.1172
O, 0.0817, 0.1634, 0.1591
O, -0.0979, 0.0457, -0.1944
O, -0.0293, -0.1132, 0.1195
O, -0.0544, 0.0365, 0.2779
O, -0.0415, -0.0426, 0.0788
O, -0.2508, -0.2033, -0.2804
O, -0.0376, -0.2207, 0.087
O, 0.288, 0.0082, 0.3899
O, 0.0439, -0.2798, -0.0074
O, 0.1394, 0.017, 0.1612
O, -0.0925, -0.375, 0.2433
O, -0.0412, -0.1045, -0.1306
O, 0.0531, -0.1635, 0.0441
O, -0.1288, 0.1659, -0.0776
O, -0.1552, 0.0644, 0.296
O, -0.0846, -0.1951, 0.2949
O, 0.0797, -0.1586, 0.43
O, -0.1578, -0.0745, -0.1903
O, 0.0885, 0.3491, 0.2799
O, -0.0883, 0.264, 0.1536
O, -0.073, 0.1124, 0.2094
O, 0.0942, -0.0192, 0.0509
O, 0.1629, 0.093, -0.3418
O, -0.0542, -0.1201, 0.3584
O, 0.0671, -0.0448, 0.0598
O, -0.2872, 0.0672, 0.1639
O, 0.0435, 0.0532, -0.0692
O, -0.0266, -0.0419, 0.285
O, -0.0748, 0.0107, 0.1561
O, 0.0252, 0.1626, 0.1427
O, 0.0236, -0.3005, 0.4323
O, 0.0633, 0.0534, 0.0242
O, 0.0687, 0.15, 0.3522
O, 0.156, 0.0848, 0.003
O, -0.0469, 0.0198, -0.2618
O, 0.1222, 0.1228, 0.1476
O, -0.0386, 0.1616, -0.1018
O, 0.0084, 0.0859, 0.2201
O, -0.0424, 0.0409, 0.1326
O, 0.142, 0.1705, 0.2346
O, 0.1295, 0.1139, 0.036
O, 0.0708, 0.3054, 0.0537
O, -0.0864, 0.0294, 0.3772
O, 0.082, 0.0301, -0.2147
O, 0.0985, 0.2746, 0.2343
O, 0.1905, 0.1374, 0.1567
O, -0.3018, 0.102, 0.0623
O, -0.2367, -0.0787, 0.3654
O, 0.0639, 0.0647, 0.2743
O, 0.0308, 0.1646, 0.3276
O, 0.1833, 0.3468, -0.0107
O, 0.0484, 0.1932, 0.1143
O, 0.213, 0.0125, 0.2942
O, 0.0555, 0.0914, -0.2127
O, 0.2364, 0.0948, -0.0439
O, 0.2127, 0.1951, -0.0549
O, 0.0639, 0.3351, 0.3581
O, 0.108, 0.136, -0.1638
O, -0.1541, 0.2436, 0.2007
O, -0.1303, -0.1325, -0.103
O, 0.2796, -0.0582, 0.0372
O, -0.0234, -0.0762, -0.0203
O, -0.0086, -0.0469, 0.3249
O, -0.1619, 0.1846, -0.0868
O, -0.2447, -0.1783, 0.0593
O, 0.0002, -0.08, 0.3592
O, 0.2687, -0.1868, 0.2838
O, -0.2176, 0.0363, 0.2065
O, -0.2586, -0.0788, 0.3009
O, -0.2243, -0.112, 0.2446
Si, -0.0304, 0.0558, -0.0413
Si, 0.0245, -0.0179, 0.0229
Si, 0.0012, -0.038, -0.0477
Si, -0.0147, -0.0061, -0.0049
Si, -0.0113, 0.0094, -0.0055
Si, -0.0882, -0.0753, 0.0446
Si, -0.068, -0.0484, -0.0597
Si, 0.037, 0.0261, -0.0084
Si, 0.0702, -0.0138, -0.0248
Si, -0.0151, 0.0149, -0.0221
Si, -0.0007, -0.0075, -0.0451
Si, 0.0107, 0.0548, -0.0755
Si, 0.0014, -0.03, 0.0576
Si, 0.0201, -0.0206, 0.0357
Si, 0.003, 0.0776, 0.0158
Si, -0.0148, -0.0106, -0.0416
Si, -0.0063, -0.0307, 0.0508
Si, 0.0219, 0.035, 0.0266
Si, -0.0981, -0.036, 0.0484
Si, 0.076, -0.0468, -0.0151
Si, 0.065, 0.0567, -0.0767
Si, -0.0117, 0.1134, -0.099
Si, -0.0218, -0.026, 0.0038
Si, -0.0126, 0.0202, 0.0062
Si, -0.0005, 0.0009, -0.0071
Si, -0.0142, 0.0119, -0.0694
Si, -0.0485, 0.0042, -0.0544
Si, 0.0136, 0.0189, -0.0423
Si, 0.028, 0.0163, -0.0053
Si, -0.0262, -0.0105, -0.0409
Si, -0.0376, -0.04, -0.0188
Si, -0.0344, 0.0355, -0.0315
Si, 0.0595, -0.0269, -0.0213
Si, 0.0389, -0.0358, -0.101
Si, -0.1569, -0.0053, -0.1183
Si, -0.0511, 0.0129, -0.0654
Si, 0.0145, 0.0296, -0.0067
Si, 0.0203, -0.0244, -0.028
Si, 0.0407, 0.0047, -0.0093
Si, 0.0254, 0.0449, -0.01
Si, -0.0167, 0.0794, -0.0108
Si, -0.0158, 0.0919, -0.0444
Si, -0.0077, -0.0007, -0.0411
Si, -0.024, -0.0374, -0.0184
Si, -0.0525, -0.0052, 0.0068
Si, 0.0082, 0.013, 0.012
Si, 0.0405, 0.002, 0.0012
Si, 0.0344, -0.0256, -0.0017
Si, -0.0659, 0.0178, -0.0289
Si, 0.0297, -0.0455, -0.0119
Si, -0.0022, -0.019, 0.0182
Si, 0.0264, -0.0009, -0.0321
Si, 0.0736, -0.0241, -0.0084
Si, 0.0221, 0.0144, 0.0174
Si, 0.0328, 0.0017, -0.052
Si, -0.1136, 0.0347, 0.0165
Si, -0.0427, -0.0622, -0.0228
Si, 0.0426, -0.0563, -0.0026
Si, 0.0372, -0.0185, -0.0057
Si, -0.0076, 0.029, 0.0073
Si, 0.0183, -0.0711, 0.0136
Si, 0.0169, -0.0117, 0.0054
Si, 0.0051, -0.0021, -0.0393
Si, 0.0131, 0.0293, -0.0334
Si, -0.0117, 0.0013, -0.0184
Si, 0.0521, 0.0225, -0.0126
Si, -0.0246, 0.0177, 0.0144
Si, 0.0136, -0.0698, 0.003
Si, 0.0174, -0.057, -0.0092
Si, 0.0131, 0.0227, -0.0066
Si, 0.0586, -0.0016, -0.0215
Si, 0.0836, -0.0237, -0.0158
Si, -0.0141, -0.0168, 0.012
Si, -0.0093, 0.002, 0.0175
Si, 0.0104, 0.0298, 0.0013
Si, -0.0067, 0.0048, 0.0074
Si, -0.0413, -0.0507, 0.0229
Si, 0.02, 0.0136, 0.0135
Si, 0.0152, 0.0045, 0.0086
Si, -0.0079, -0.0638, 0.0226
Si, 0.0194, -0.0173, -0.0052
Si, 0.0151, -0.0194, -0.007
Si, -0.0208, 0.0182, -0.0079
Si, -0.0162, -0.007, -0.0264
Si, 0.0165, 0.0265, 0.0273
Si, -0.0241, -0.0306, 0.0093
Si, -0.0114, -0.0067, 0.0103
Si, -0.0316, 0.0222, 0.0068
Si, -0.005, -0.0022, 0.0097
Si, -0.0376, 0.0305, 0.0089
Si, 0.0299, -0.0042, 0.0125
Si, -0.0085, -0.0333, 0.0137
Si, -0.0025, 0.0191, -0.0231
Si, 0.0819, -0.0008, 0.0021
Si, -0.0512, 0.0125, 0.0027
Si, -0.0457, 0.029, -0.0014
Si, -0.0541, 0.0173, -0.0074
Si, -0.0224, 0.0537, -0.0112
Si, -0.0353, 0.0117, 0.0114
Si, -0.0089, 0.0014, 0.0052
Si, -0.0012, 0.0347, 0.0248
Si, -0.042, -0.0153, 0.0084
Si, 0.0301, -0.0398, -0.0328
Si, 0.0122, 0.002, -0.0132
Si, -0.0199, 0.0003, -0.0115
Si, -0.0165, -0.0321, -0.0098
Si, -0.0522, 0.0497, 0.0051
Si, -0.0012, 0.0199, 0.0141
Si, 0.0372, -0.0137, 0.0005
Si, 0.0311, -0.0164, 0.009
Si, 0.0086, 0.0204, -0.015
Si, 0.019, 0.0137, 0.0094
Si, 0.0164, 0.0183, -0.0031
Si, 0.008, 0.0082, -0.0034
Si, 0.015, -0.0373, 0.0064
Si, -0.018, 0.0144, 0.0038
Si, -0.0121, 0.0178, 0.0142
Si, -0.0111, -0.0186, -0.0014
Si, 0.0265, 0.0159, 0.0077
Si, 0.0346, 0.0024, 0.0078
Si, -0.0106, -0.0099, 0.0009
Si, 0.0225, -0.0111, 0.0028
Si, 0.0094, 0.007, -0.0013
Si, 0.0109, -0.0179, -0.0072
Si, -0.0058, 0.0304, 0.0073
Si, 0.0156, -0.0094, 0.0049
Si, -0.0199, -0.0248, 0.0018
Si, -0.021, 0.0072, 0.0048
Si, 0.0235, -0.0188, 0.0025
Si, -0.0131, -0.033, 0.0163
Si, 0.0155, 0.0114, 0.0076
Si, 0.0099, -0.0055, -0.0125
Si, 0.0047, -0.0112, -0.0076
Si, 0.0433, -0.0052, 0.0089
Si, 0.0238, 0.0136, -0.0141
Si, 0.0184, -0.0031, -0.0123
Si, -0.0136, -0.0007, 0.0116
Si, 0.0231, 0.0459, -0.0004
Si, -0.0155, 0.0038, 0.0112
Si, -0.0095, -0.0082, 0.0061
Si, 0.0025, -0.0043, 0.0015
Si, 0.0192, -0.029, -0.0062
Si, 0.0385, -0.0258, 0.0018
Si, 0.0241, -0.0022, -0.0012
Si, -0.0137, 0.0175, 0.0053
Si, -0.0095, 0.0193, 0.0093
Si, -0.0028, 0.0092, -0.0001
Si, 0.0064, 0.0058, 0.0062
Si, -0.0104, -0.0055, 0.0049
Si, 0.0026, 0.0072, 0.0083
Si, 0.0002, -0.0145, 0.0025
Si, 0.0069, -0.0081, 0.0019
Si, -0.0052, -0.014, -0.0077
Si, 0.0033, -0.0059, -0.0099
Si, -0.0028, -0.0008, -0.0086
Si, -0.0172, 0.003, -0.0036
Si, -0.0384, -0.0043, 0.0124
Si, -0.0325, 0.0097, 0.0108
Si, -0.0061, 0.0135, 0.0147
Si, -0.024, 0.006, 0.0058
Si, 0.0058, 0.0206, 0.0126
Si, -0.0022, 0.0001, 0.0042
Si, 0.006, -0.0242, 0.0051
Si, 0.0208, -0.0043, -0.0011
Si, -0.0041, -0.022, -0.0112
Si, -0.0005, -0.0032, -0.0054
Si, -0.0255, 0.0017, -0.0028
Si, -0.0238, 0.0211, 0.0046
Si, -0.0501, 0.0192, 0.0025
Si, -0.0256, 0.0089, 0.0005
Si, -0.0218, 0.0151, 0.0057
Si, -0.0178, 0.0061, 0.0041
Si, -0.0262, 0.0116, 0.0049
Si, -0.0063, -0.0127, 0.0078
Si, 0.0096, -0.0061, 0.0045
Si, -0.0014, -0.0246, -0.0071
Si, -0.0031, -0.0114, -0.008
Si, -0.0054, 0, -0.0098
Si, -0.0136, 0.0063, 0.0002
Si, -0.0076, 0.0324, -0.001
Si, 0.0266, -0.0121, 0.0063
Si, 0.0199, -0.0108, 0.0025
Si, 0.0147, 0.011, -0.0073
Si, 0.0081, 0.008, -0.0025
Si, 0.015, 0.009, -0.0027
Si, -0.0051, 0.0045, -0.0001
Si, 0.0069, 0.0022, 0.0047
Si, 0.009, -0.0061, 0.0026
Si, 0.0105, -0.0251, -0.0068
Si, 0.0112, -0.0068, -0.0021
Si, 0.0166, 0.0006, 0.0021
Si, 0.0238, 0.0087, 0.0051
Si, 0.0249, -0.0034, 0.0013
Si, 0.0091, 0.0022, -0.0018
Si, -0.0047, 0.0012, 0.0024
Si, -0.0014, 0.0019, -0.0026
Si, -0.0089, 0.0087, -0.0014
Si, -0.0078, 0.0153, -0.0028
Si, -0.0088, -0.0009, -0.0007
Si, 0, -0.0223, 0.0055
Si, 0.0102, -0.0075, 0.0006
Si, 0.0033, -0.0047, 0.0028
Si, 0.0125, -0.0098, -0.0017
Si, 0.0311, -0.0085, 0.0001
Si, 0.0266, 0.0071, -0.002
Si, 0.0244, -0.0092, -0.0053
Si, 0.0165, -0.0073, -0.0037
Si, 0.018, 0.0179, -0.0052
Si, -0.0056, 0.0151, 0.0026
Si, -0.0009, 0.0122, 0.01
Si, -0.0053, 0.0015, 0.003
Si, 0.0051, -0.0136, -0.0054
Si, 0.002, -0.0272, -0.0014
Si, 0.0194, -0.0055, -0.0037
Si, 0.0088, -0.0064, -0.0021
Si, 0.0285, -0.0026, 0.0043
Si, -0.0031, 0.032, -0.0001
Si, -0.0046, 0.0037, 0.0036
Si, 0.0023, -0.0054, 0.0023
Si, -0.0028, 0.0164, 0.0039
Si, 0.0069, 0.0021, 0.006
Si, -0.002, 0.0064, 0.0014
Si, -0.003, -0.0125, -0.0048
Si, 0.0015, -0.0075, 0.0024
Si, -0.0208, -0.0002, -0.0095
Si, -0.0063, -0.0194, -0.0096
Si, -0.0142, 0.007, 0.0013
Si, -0.0102, -0.0065, -0.0022
Si, -0.023, 0.0165, 0.0063
Si, -0.0353, 0.0107, 0.0092
Si, 0.0028, 0.0031, 0.0033
Si, -0.0177, 0.0122, 0.0052
Si, 0.0011, 0.0151, -0.0021
Si, 0.0017, 0.007, 0.0062
Si, -0.0052, -0.0041, -0.0057
Si, 0.0007, -0.0015, -0.0012
Si, -0.0158, -0.0194, -0.0078
Si, -0.0032, -0.0161, -0.0063
Si, -0.03, 0.01, -0.0001
Si, -0.0132, -0.0009, -0.0008
Si, -0.0324, 0.0102, 0.0066
Si, -0.0219, 0.0167, 0.0027
Si, -0.0147, 0.0129, 0.0028
Si, -0.0116, 0.0091, 0.0046
Si, -0.003, -0.0132, 0.0044
Si, 0.0034, 0.0074, 0.0017
Si, -0.0031, -0.0057, -0.0057
Si, -0.0001, -0.012, -0.0002
Si, -0.0095, -0.0068, -0.0067
Si, -0.0101, -0.0007, -0.0092
Si, -0.0324, 0.0086, 0.0013
Si, -0.0101, -0.0075, -0.0041
Si, 0.0108, -0.0198, -0.005
Si, 0.0052, -0.0074, -0.0002
Si, 0.0139, 0.0098, -0.0052
Si, 0.0052, 0.0143, -0.0052
Si, 0.0154, 0.0179, 0
Si, 0.0107, 0.0133, -0.0032
Si, 0.0149, -0.0021, -0.0045
Si, 0.012, 0.0066, -0.0037
Si, 0.0242, -0.0106, -0.0024
Si, 0.0257, -0.0035, -0.0027
Si, 0.0106, 0.0037, 0.0055
Si, 0.0209, -0.0138, -0.0044
Si, -0.0034, 0.0005, 0
Si, 0.026, 0.0157, 0.0005
Si, -0.0159, 0.0041, -0.0003
Si, -0.0069, -0.008, 0.0019
Si, -0.0113, -0.0081, -0.0008
Si, -0.0142, 0.0121, -0.004
Si, -0.0048, -0.0166, -0.0038
Si, -0.0006, 0.0025, -0.0012
Si, 0.0215, -0.0046, 0.0031
Si, -0.0013, -0.0213, -0.0025
Si, 0.0197, -0.0035, -0.0036
Si, 0.0362, -0.0019, -0.0038
Si, 0.0183, 0.0061, -0.0035
Si, 0.0132, -0.003, 0.0084
Si, -0.007, 0.0034, 0.0015
Si, 0.02, 0.0073, -0.0063
Si, -0.0079, 0.0072, 0.0027
Si, 0.0019, -0.0053, 0.0001
Si, 0.0059, -0.0113, -0.0049
Si, 0.0007, -0.0009, -0.0014
Si, 0.0068, -0.0041, 0.0033
Si, 0.0284, -0.0304, -0.0094
Si, 0.0269, -0.0021, 0.003
Si, 0.0252, -0.01, -0.0022
